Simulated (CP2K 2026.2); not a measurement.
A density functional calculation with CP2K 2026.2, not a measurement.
Periodic cell of 2016 atoms, Si1440O576, from a study of silicon, its oxide and their interface. The atomic structure is a simulated model.
Doubt: the forces sum to 2.84 eV/angstrom along one axis rather than to zero, so they err by at least 0.0014 eV/angstrom per atom on average; the grid cutoff is modest.

Settings
functional: PBE
method: Gaussian and plane waves
basis set: DZVP-MOLOPT-SR-GTH
pseudopotentials: GTH-PBE
grid cutoff: 300 Ry, relative cutoff 40 Ry
k points: Gamma only
occupations: fixed
spin: none
net charge: 0

Cell vectors (angstrom)
a	65.28	0	0
b	0	16.32	0
c	-0.34	-1.3706	33.7005

Atoms and the computed forces on them: element, x, y, z (angstrom), force x, y, z (eV/angstrom)
Si	1.163	-1.215	0.31	0.248	-0.103	0.774
Si	3.988	1.427	0.42	0.131	-0.127	0.724
Si	1.754	3.634	0.084	-0.28	0.329	0.695
Si	3.94	6.812	-0.121	0.035	0.036	0.771
Si	1.199	-6.335	0.246	0.016	-0.308	0.763
Si	4.14	-4.327	0.203	-0.033	0.334	0.679
Si	7.01	-1.523	-0.006	-0.23	0.146	0.676
Si	9.355	1.634	-0.105	0.149	-0.213	0.758
Si	7.005	3.75	-0.095	-0.059	0.33	0.728
Si	9.904	6.921	-0.162	-0.464	0.117	0.59
Si	6.363	9.768	0.09	0.227	-0.148	0.674
Si	9.138	12.48	0.17	0.138	-0.126	0.723
Si	12.156	-1.572	0.397	0.008	0.221	0.68
Si	15.122	1.063	-0.067	-0.203	0.158	0.746
Si	11.908	4.475	0.077	0.149	-0.089	0.789
Si	14.732	7.338	0.053	0.309	-0.494	0.638
Si	12.337	9.415	0.213	-0.189	0.337	0.66
Si	14.555	-3.533	0.17	0.16	-0.415	0.766
Si	17.368	-1.147	0.043	0.203	-0.134	0.782
Si	20.107	1.649	0.084	0.083	-0.116	0.763
Si	17.886	3.862	-0.158	-0.227	0.198	0.694
Si	20.163	7.04	-0.018	0.307	-0.324	0.676
Si	17.856	-7.078	0.039	-0.299	0.365	0.692
Si	20.502	-4.307	0.152	-0.126	0.191	0.789
Si	23.271	-1.631	0.005	-0.076	0.202	0.743
Si	26.16	0.933	-0.035	-0.287	0.319	0.721
Si	23.055	3.97	-0.023	0.004	0.229	0.682
Si	26	6.879	0.043	-0.21	-0.117	0.657
Si	22.769	-6.473	-0.001	0.264	-0.215	0.754
Si	25.693	-3.644	-0.134	0.138	-0.332	0.685
Si	28.368	-1.319	0.083	0.275	-0.134	0.672
Si	31.332	1.443	0.324	0.128	-0.306	0.684
Si	28.95	3.52	0.188	-0.159	0.417	0.68
Si	31.901	6.051	0.028	-0.135	0.269	0.688
Si	28.685	-7.033	-0.079	-0.133	0.434	0.579
Si	31.655	-4.146	-0.073	-0.26	-0.024	0.692
Si	34.375	-1.638	0.277	-0.089	0.131	0.759
Si	36.26	1.917	0.019	0.207	-0.262	0.759
Si	34.075	3.988	0.564	0.03	0.012	0.634
Si	36.875	6.709	0.569	0.038	-0.036	0.588
Si	34.759	-7.441	0.071	-0.274	0.161	0.744
Si	36.53	12.383	0.174	0.234	-0.016	0.679
Si	39.642	-1.07	-0.204	0.041	-0.39	0.668
Si	-23.082	1.403	0.134	-0.109	0.158	0.712
Si	38.942	4.539	0.183	0.152	-0.124	0.807
Si	-23.104	6.775	0.365	-0.02	-0.01	0.363
Si	39.98	8.959	0.122	0.009	0.04	0.675
Si	-22.741	-4.469	-0.1	-0.217	0.232	0.705
Si	-20.871	-0.828	-0.155	0.307	-0.337	0.715
Si	-17.568	1.399	0.082	-0.182	0.004	0.638
Si	-20.841	4.587	-0.05	0.122	-0.102	0.652
Si	-17.309	6.343	-0.132	-0.036	0.12	0.615
Si	-20.532	-6.643	0.245	-0.037	-0.128	0.653
Si	-18.105	-4.014	0.031	0.292	0.104	0.701
Si	-15.47	-0.896	-0.152	0.186	-0.23	0.755
Si	-12.871	1.917	-0.107	0.079	-0.08	0.706
Si	-15.064	4.135	0.269	-0.006	0.015	0.396
Si	-11.965	6.23	-0.122	-0.157	0.416	0.735
Si	-14.762	-6.998	-0.374	-0.169	0.114	0.772
Si	-12.284	-3.992	-0.15	-0.16	0.091	0.773
Si	-9.329	-1.729	0.17	-0.048	0.193	0.675
Si	-6.411	1.114	0.033	-0.207	0.031	0.692
Si	-9.657	4.102	-0.051	0.18	-0.19	0.677
Si	-6.94	7.068	0.127	0.224	-0.399	0.688
Si	-9.25	-7.079	0.028	-0.383	0.307	0.682
Si	-7.02	-3.858	0.05	0.231	-0.162	0.705
Si	-4.215	-1.062	0.014	0.151	-0.261	0.73
Si	-0.925	1.124	0.122	-0.371	0.161	0.756
Si	-3.862	3.859	-0.116	0.294	-0.155	0.739
Si	-1.599	7.093	0.011	0.254	-0.156	0.705
Si	-3.881	-7.052	0.133	-0.111	0.252	0.683
Si	-0.998	-4.193	0.34	-0.276	0.049	0.682
Si	2.717	-0.063	1.627	0.003	-0.023	-0.037
Si	5.578	2.716	1.492	0.029	0	-0.007
Si	2.796	5.352	1.309	-0.033	0.012	-0.064
Si	5.219	8.19	1.342	0.002	-0.059	-0.063
Si	2.707	-5.368	1.696	-0.013	0.008	-0.054
Si	5.39	-2.667	1.326	-0.003	0.009	-0.025
Si	8.209	0.043	1.281	0.019	0.033	-0.043
Si	10.791	2.843	1.339	0.003	0.004	-0.065
Si	8.124	5.595	0.999	0.014	-0.023	-0.043
Si	10.826	8.252	1.521	0.024	-0.031	-0.035
Si	8.004	10.865	1.409	-0.013	0.009	-0.089
Si	10.71	-2.837	1.626	-0.036	0	-0.055
Si	13.499	0.077	1.376	0.036	0.004	-0.043
Si	16.27	2.723	1.183	0.027	0.01	-0.052
Si	13.645	5.539	1.224	0.008	0.064	-0.046
Si	16.309	-8.076	1.489	0.044	0.011	-0.047
Si	13.569	-5.314	1.364	0.037	0.062	-0.03
Si	16.222	-2.593	1.488	0.005	0.01	-0.068
Si	18.962	0.027	1.322	-0.014	0.022	-0.047
Si	21.701	2.739	1.419	-0.02	0	-0.058
Si	18.997	5.43	1.245	0.001	0.003	-0.014
Si	21.748	-8.148	1.311	0.007	0.022	-0.015
Si	18.921	-5.453	1.383	0.012	-0.006	-0.065
Si	21.723	-2.73	1.366	0.034	-0.008	-0.054
Si	24.474	-0.059	1.3	-0.002	0.011	-0.056
Si	27.209	2.544	1.368	-0.041	-0.011	-0.043
Si	24.492	5.434	1.193	0.01	0.006	-0.044
Si	27.244	-8.095	1.442	0.023	-0.025	-0.016
Si	24.535	-5.37	1.12	-0.026	0.004	-0.021
Si	27.154	-2.72	1.464	-0.029	-0.028	-0.033
Si	30.033	-0.204	1.354	-0.03	0.017	-0.029
Si	32.719	2.593	1.782	-0.033	-0.001	-0.027
Si	30.053	5.281	1.316	-0.034	0.018	-0.058
Si	32.873	-8.397	1.232	-0.06	0.046	-0.061
Si	29.981	-5.409	1.113	0.009	0.009	-0.072
Si	32.794	-2.843	1.497	-0.013	-0.017	-0.031
Si	35.492	0.078	1.374	0.033	0.01	-0.02
Si	37.927	2.841	1.441	0.016	-0.028	-0.111
Si	35.425	5.397	1.804	0.001	-0.01	-0.043
Si	38.334	8.127	1.63	-0.002	0.026	-0.053
Si	35.501	10.707	1.446	-0.012	0.01	-0.026
Si	38.326	-2.71	1.124	-0.032	0.04	-0.053
Si	-24.488	0.096	1.453	0.021	0.027	-0.08
Si	-21.815	2.919	1.338	0.029	0.017	-0.047
Si	-24.587	5.428	1.522	-0.022	-0.023	-0.055
Si	-21.71	-8.152	1.564	0.034	0.015	-0.022
Si	-24.32	-5.56	1.294	-0.034	0.019	-0.084
Si	-21.796	-2.648	1.148	0.018	0	-0.042
Si	-19.184	0.133	1.22	-0.009	-0.002	-0.029
Si	-16.392	2.744	1.548	-0.004	-0.011	-0.022
Si	-19.049	5.467	1.248	-0.011	-0.006	-0.033
Si	-16.216	-8.242	1.08	-0.02	0.061	-0.038
Si	-19.121	-5.393	1.565	0.012	-0.016	-0.015
Si	-16.506	-2.633	1.12	0.011	-0.025	-0.032
Si	-13.782	0.129	1.17	0.008	-0.047	-0.035
Si	-11.022	2.704	1.239	0.002	-0.036	-0.07
Si	-13.541	5.42	1.433	0.033	0.041	-0.03
Si	-10.953	-8.272	1.111	-0.027	-0.039	-0.05
Si	-13.698	-5.419	1.076	0.009	-0.029	-0.047
Si	-10.967	-2.787	1.404	-0.008	0.001	-0.045
Si	-8.131	-0.009	1.25	0.016	0.011	-0.039
Si	-5.209	2.585	1.378	0	0.012	-0.059
Si	-8.07	5.317	1.225	-0.023	-0.002	-0.02
Si	-5.394	8.138	1.489	0.008	0.004	-0.016
Si	-8.178	-5.444	1.342	-0.006	0	-0.012
Si	-5.393	-2.686	1.297	0.049	-0.037	-0.055
Si	-2.642	0.038	1.356	-0.001	0.011	-0.041
Si	0.122	2.684	1.469	-0.004	0.002	-0.074
Si	-2.623	5.368	1.253	0.018	-0.013	-0.054
Si	0.048	8.203	1.301	-0.004	0.004	-0.052
Si	-2.682	-5.444	1.386	-0.04	0.037	-0.063
Si	0.092	-2.716	1.717	0.013	0.01	-0.04
Si	1.386	1.348	2.915	-0.001	0.006	0.046
Si	4.148	4.084	2.766	-0.01	-0.007	0.008
Si	1.397	6.77	2.633	0.019	-0.001	0.004
Si	4.032	9.484	2.885	0.023	0	0.029
Si	1.428	-4.027	3.056	-0.011	0.003	0.036
Si	4.13	-1.407	2.855	0.011	-0.014	0.012
Si	6.891	1.318	2.786	-0.021	-0.036	0.018
Si	9.399	4.233	2.61	-0.003	0.038	0.042
Si	6.74	6.817	2.547	0.008	-0.035	0.009
Si	9.401	9.565	2.787	0.002	0.049	0.002
Si	6.705	12.278	2.765	-0.014	0.006	0.046
Si	9.439	-1.297	2.8	-0.024	0.001	0.059
Si	12.169	1.476	2.699	-0.031	-0.018	-0.009
Si	14.933	4.1	2.586	-0.02	-0.003	-0.013
Si	12.267	6.832	2.723	0.009	-0.031	0.012
Si	14.935	-6.669	2.761	-0.033	0	0.005
Si	12.173	-4.139	2.86	0.051	-0.009	0.018
Si	14.852	-1.245	2.822	-0.005	0.02	0.021
Si	17.606	1.408	2.672	-0.026	0.001	0.03
Si	20.36	4.151	2.71	-0.023	0.014	0.016
Si	17.647	6.749	2.701	0.012	-0.003	0.006
Si	20.333	-6.838	2.71	0.004	-0.013	0.025
Si	17.599	-4.045	2.728	0.009	0.01	0.006
Si	20.361	-1.324	2.667	-0.002	0.004	-0.004
Si	23.121	1.335	2.662	0	-0.016	0.019
Si	25.845	4.039	2.601	0.013	0.026	0.021
Si	23.158	6.806	2.615	-0.017	-0.031	0.021
Si	25.817	-6.709	2.641	-0.037	0.024	0.02
Si	23.148	-4.108	2.648	0.025	-0.008	0.03
Si	25.788	-1.365	2.787	-0.023	0.003	0.005
Si	28.608	1.195	2.729	0.014	-0.016	0.035
Si	31.268	4.022	2.911	0.007	0.028	0.043
Si	28.668	6.738	2.628	0.008	-0.037	0.032
Si	31.387	-6.887	2.475	0.013	0.008	-0.004
Si	28.614	-4.144	2.63	0.058	-0.029	-0.002
Si	31.364	-1.492	2.778	0.004	-0.001	0.011
Si	34.133	1.205	2.942	0.018	-0.008	0.03
Si	36.757	4.021	3.058	0.031	0.001	0.066
Si	34.019	6.808	2.946	-0.025	-0.005	0.043
Si	36.902	9.517	2.865	-0.015	-0.027	0.013
Si	34.105	12.052	2.797	0.024	0.052	0.046
Si	36.934	-1.349	2.611	0.025	-0.037	0.012
Si	-25.917	1.434	2.728	-0.005	0.021	0.006
Si	-23.179	4.091	2.806	-0.011	-0.015	0.023
Si	-25.752	6.759	3.025	0.008	-0.008	0.055
Si	-23.07	-6.781	2.855	-0.014	-0.013	0.035
Si	-25.727	-4.122	2.586	-0.02	-0.009	0.001
Si	-23.128	-1.381	2.669	0.021	-0.004	0.019
Si	-20.458	1.484	2.655	0.03	0.016	0.035
Si	-17.819	4.113	2.742	-0.012	0.001	0.019
Si	-20.284	6.801	2.763	0.001	-0.019	0.012
Si	-17.593	-6.86	2.569	0.058	-0.02	0.009
Si	-20.495	-3.933	2.735	-0.046	0	0.024
Si	-17.817	-1.299	2.579	-0.01	0.005	0.004
Si	-14.995	1.351	2.769	0.02	0.016	0.03
Si	-12.219	4.037	2.758	-0.015	-0.009	0.033
Si	-14.94	6.851	2.647	-0.022	0.009	0.009
Si	-12.301	-6.823	2.465	0.017	0.015	0.014
Si	-15.059	-4.025	2.453	-0.008	-0.001	0.019
Si	-12.34	-1.261	2.537	-0.031	0.022	0.024
Si	-9.573	1.336	2.548	0.004	0.024	0.015
Si	-6.693	3.999	2.6	-0.018	0.003	0.004
Si	-9.517	6.734	2.55	-0.002	-0.01	0.038
Si	-6.784	-6.763	2.735	-0.012	0.024	0.025
Si	-9.574	-4.145	2.724	0.016	0.005	0.01
Si	-6.781	-1.352	2.677	-0.006	-0.003	0.01
Si	-3.954	1.303	2.82	0.025	-0.017	0.022
Si	-1.286	4.086	2.708	-0.027	-0.025	-0.002
Si	-4.019	6.683	2.703	0.039	0.004	0.009
Si	-1.316	-6.813	2.751	0.023	-0.019	0.019
Si	-4.065	-4.063	2.688	-0.015	0.012	0.009
Si	-1.389	-1.332	2.832	-0.021	0.021	0.034
Si	-0.016	0.003	4.207	0.004	-0.013	-0.022
Si	2.786	2.738	4.16	0.021	-0.014	0.001
Si	0.055	5.448	4.063	0.023	-0.002	0
Si	2.677	8.086	4.14	-0.023	-0.017	0.007
Si	-0.002	-5.481	4.197	-0.015	-0.006	-0.022
Si	2.812	-2.688	4.309	0.005	0.017	0.026
Si	5.491	-0.005	4.153	0.012	0.013	0.004
Si	8.179	2.792	4.075	0.006	0.034	-0.018
Si	5.481	5.479	4.07	0.011	0.019	0.002
Si	8.065	8.134	4.051	-0.054	-0.012	-0.001
Si	5.419	10.886	4.166	-0.011	0.034	-0.012
Si	8.086	-2.689	4.138	0.005	-0.008	-0.029
Si	10.851	0.071	4.093	0.015	-0.009	-0.016
Si	13.569	2.796	4.035	0.021	0.002	-0.005
Si	10.842	5.478	4.036	0.017	-0.038	-0.032
Si	13.585	-8.102	4.086	0.013	-0.008	-0.003
Si	10.807	-5.476	4.183	0.011	-0.015	0.012
Si	13.526	-2.686	4.141	0.024	0.002	-0.013
Si	16.275	0.086	4.112	-0.005	0.01	0.001
Si	18.994	2.754	4.04	0.005	-0.018	-0.001
Si	16.27	5.412	4.037	0.01	0	0.024
Si	19.002	-8.197	4.073	-0.01	0.009	-0.004
Si	16.286	-5.372	4.142	-0.011	0.001	0.031
Si	19.014	-2.691	4.042	-0.01	0.004	-0.002
Si	21.743	0.003	4.038	0.017	0	0.006
Si	24.486	2.713	4.011	0.017	0.002	-0.001
Si	21.772	5.488	4.029	0.001	0.013	-0.009
Si	24.489	-8.135	3.99	-0.007	0.001	0.014
Si	21.75	-5.459	4.015	0.009	0.012	-0.027
Si	24.441	-2.759	4.086	-0.003	0.005	0.024
Si	27.208	-0.057	4.121	-0.006	0.001	0.012
Si	29.893	2.611	4.148	-0.005	-0.018	-0.005
Si	27.239	5.395	3.974	-0.001	0.005	-0.005
Si	30.016	-8.187	3.965	0.016	0.027	0.011
Si	27.228	-5.443	4.028	-0.009	0.027	0.012
Si	29.94	-2.817	4.075	-0.03	0.017	0.003
Si	32.684	-0.127	4.182	-0.017	0.005	0.003
Si	35.393	2.625	4.311	-0.003	-0.005	-0.007
Si	32.644	5.409	4.228	-0.012	-0.007	0.003
Si	35.457	8.17	4.195	0.006	-0.01	-0.027
Si	32.652	10.745	4.055	-0.047	-0.025	-0.006
Si	35.498	-2.752	4	0.011	0.001	-0.046
Si	-27.152	-0.005	4.118	-0.037	0.004	-0.008
Si	-24.508	2.71	4.138	-0.033	0.001	0.006
Si	-27.144	5.41	4.323	-0.002	-0.001	0.001
Si	-24.392	-8.135	4.251	0	0.017	-0.012
Si	-27.061	-5.379	4.121	0.047	0.006	0.016
Si	-24.445	-2.755	4.041	-0.023	-0.009	-0.004
Si	-21.77	0.032	4.005	0.005	-0.01	-0.038
Si	-19.106	2.736	4.108	-0.011	-0.002	0.01
Si	-21.736	5.461	4.09	0.015	0.008	-0.035
Si	-18.943	-8.128	4.056	0.003	0.02	0.011
Si	-21.749	-5.357	4.134	0.007	0.022	-0.004
Si	-19.075	-2.638	4.049	0.02	0.012	0.016
Si	-16.411	-0.021	4.015	-0.005	-0.005	-0.009
Si	-13.607	2.702	4.086	0.022	-0.017	0.019
Si	-16.348	5.481	3.992	0.023	-0.004	-0.018
Si	-13.597	-8.104	3.976	0.021	0.012	0.006
Si	-16.307	-5.416	3.92	0.012	-0.007	-0.004
Si	-13.677	-2.694	3.872	0.007	-0.009	0.001
Si	-10.917	0.002	3.949	-0.011	-0.009	-0.001
Si	-8.161	2.686	3.925	0.013	-0.004	-0.006
Si	-10.84	5.443	4.019	-0.002	0.02	-0.002
Si	-8.187	-8.202	3.97	-0.009	-0.007	-0.024
Si	-10.955	-5.533	3.965	-0.009	-0.032	0.034
Si	-8.165	-2.734	4.009	-0.015	-0.004	-0.024
Si	-5.415	-0.041	4.083	-0.008	-0.006	-0.01
Si	-2.639	2.732	4.11	0.001	0.009	0.007
Si	-5.42	5.369	4.039	-0.001	-0.003	0.018
Si	-2.68	8.104	4.06	-0.013	-0.013	-0.024
Si	-5.416	-5.415	4.067	-0.001	0	0.023
Si	-2.741	-2.737	4.122	-0.019	-0.007	0.006
Si	1.302	-1.435	16.375	-0.008	-0.001	-0.003
Si	4.018	1.335	16.361	-0.008	-0.005	-0.002
Si	1.341	3.991	16.358	0.02	0.005	-0.008
Si	4.015	6.715	16.379	-0.011	-0.002	0.008
Si	1.247	-6.844	16.341	-0.006	-0.013	-0.016
Si	4.036	-4.106	16.411	0.003	-0.013	0.01
Si	6.769	-1.339	16.342	-0.007	0.012	-0.001
Si	9.479	1.335	16.42	0	-0.014	-0.004
Si	6.776	4.054	16.386	0.011	-0.002	-0.001
Si	9.472	6.81	16.389	0	-0.005	-0.005
Si	6.755	9.475	16.419	0.005	0.014	0.014
Si	9.523	-4.118	16.344	-0.01	-0.002	-0.007
Si	12.213	-1.369	16.389	-0.004	-0.01	0.003
Si	14.934	1.371	16.327	-0.005	-0.01	0
Si	12.23	4.072	16.344	-0.002	-0.007	-0.006
Si	14.957	-9.524	16.363	0.003	-0.004	-0.007
Si	12.213	-6.829	16.407	-0.007	-0.003	0.006
Si	14.926	-4.064	16.366	-0.001	-0.01	0.008
Si	17.686	-1.342	16.308	-0.005	-0.003	-0.012
Si	20.383	1.399	16.311	0.001	-0.018	0
Si	17.657	4.103	16.333	-0.002	-0.006	-0.007
Si	20.387	-9.476	16.295	0.008	0.008	0.002
Si	17.679	-6.772	16.283	-0.006	0.005	-0.015
Si	20.418	-4.039	16.308	0.014	0	0
Si	23.129	-1.324	16.307	-0.002	0.009	-0.006
Si	25.847	1.36	16.283	-0.003	0.011	-0.003
Si	23.094	4.111	16.226	0.004	0	-0.012
Si	25.862	-9.453	16.265	-0.001	0.006	-0.006
Si	23.126	-6.752	16.285	0.01	-0.022	-0.014
Si	25.868	-4.028	16.344	0.018	0.011	0.009
Si	28.581	-1.322	16.304	-0.007	0.001	-0.01
Si	31.289	1.354	16.308	-0.005	0.003	-0.016
Si	28.561	4.096	16.281	0.005	-0.007	-0.011
Si	31.291	-9.499	16.29	0.008	0.009	-0.013
Si	28.576	-6.738	16.317	0.028	-0.002	-0.003
Si	31.316	-4.062	16.344	0.001	0.008	-0.002
Si	33.992	-1.395	16.322	-0.002	-0.011	-0.005
Si	36.779	1.341	16.328	-0.014	0.02	-0.004
Si	34.023	4.078	16.276	-0.002	-0.016	-0.017
Si	36.807	6.799	16.314	0.009	0	-0.004
Si	34.022	9.549	16.315	0.008	0.001	-0.007
Si	36.768	-4.11	16.338	0.006	0.011	-0.011
Si	-25.791	-1.38	16.378	-0.015	0	-0.004
Si	-23.028	1.371	16.42	0.006	0	0.009
Si	-25.724	4.082	16.359	0.006	0.012	-0.001
Si	-23.006	-9.514	16.395	0.001	0.001	0.004
Si	-25.755	-6.807	16.344	-0.018	0.012	-0.007
Si	-23.023	-4.093	16.382	-0.001	-0.004	-0.011
Si	-20.321	-1.348	16.39	0.007	-0.017	-0.003
Si	-17.668	1.378	16.273	-0.014	0.003	0.009
Si	-20.356	4.103	16.335	-0.009	-0.013	-0.003
Si	-17.693	-9.496	16.26	0.001	-0.022	-0.023
Si	-20.324	-6.807	16.397	0.002	-0.013	0.004
Si	-17.608	-4.023	16.36	0.011	-0.003	0.007
Si	-14.976	-1.363	16.212	-0.006	-0.017	0.002
Si	-12.253	1.405	16.167	-0.005	0.008	-0.02
Si	-14.942	4.069	16.187	0.011	-0.006	-0.021
Si	-12.224	-9.484	16.172	-0.001	0.021	0.007
Si	-14.932	-6.733	16.208	0.012	0.006	-0.004
Si	-12.261	-4.122	16.143	0.006	-0.002	-0.009
Si	-9.496	-1.329	16.146	-0.01	0.018	-0.035
Si	-6.785	1.32	16.184	0.008	-0.004	0.007
Si	-9.513	4.121	16.145	0.014	0.008	0.008
Si	-6.84	6.744	16.308	-0.015	-0.018	0.017
Si	-9.53	-6.887	16.211	0	-0.008	-0.002
Si	-6.782	-4.108	16.216	-0.008	0.021	-0.015
Si	-4.064	-1.433	16.292	-0.001	0.011	-0.002
Si	-1.425	1.247	16.346	-0.002	0.001	0
Si	-4.151	4.037	16.294	-0.02	-0.005	0.002
Si	-1.38	6.776	16.314	-0.011	0.002	0
Si	-4.082	9.531	16.313	-0.011	0.013	0.002
Si	-1.417	-4.163	16.394	-0.028	-0.005	0.008
Si	2.639	-0.033	17.707	0.003	-0.001	0
Si	5.387	2.691	17.716	-0.013	0.005	0.001
Si	2.688	5.318	17.764	0.006	-0.013	0.011
Si	5.358	8.07	17.744	0.004	-0.012	0.012
Si	2.596	-5.499	17.69	0.01	0.004	-0.04
Si	5.413	-2.665	17.707	0.001	-0.014	0.006
Si	8.106	-0.048	17.792	-0.001	-0.01	-0.021
Si	10.879	2.719	17.717	-0.018	0	0.016
Si	8.119	5.44	17.746	0.014	-0.017	-0.012
Si	10.829	8.133	17.794	-0.019	-0.011	-0.009
Si	8.188	10.841	17.717	-0.001	-0.009	0.007
Si	10.837	-2.756	17.736	0.021	0.01	-0.004
Si	13.593	0.012	17.712	0.006	0.018	0.001
Si	16.256	2.759	17.686	-0.015	-0.007	-0.022
Si	13.558	5.441	17.721	0.008	0.003	-0.019
Si	16.392	-8.171	17.66	0.008	-0.01	-0.013
Si	13.556	-5.429	17.744	-0.004	0.006	0.026
Si	16.35	-2.712	17.679	0.007	0.003	-0.027
Si	19.006	0.049	17.673	0.004	0.021	0.017
Si	21.785	2.758	17.634	0.008	0.017	0
Si	19.055	5.46	17.663	-0.016	0.016	-0.005
Si	21.732	-8.076	17.638	-0.001	-0.006	0.01
Si	19.01	-5.38	17.634	-0.01	-0.004	-0.018
Si	21.779	-2.673	17.678	-0.016	-0.004	0.014
Si	24.484	0.034	17.678	0.003	-0.005	0.006
Si	27.236	2.695	17.625	0.003	-0.001	0.022
Si	24.429	5.519	17.526	0	0.029	0
Si	27.215	-8.092	17.662	-0.017	-0.01	-0.019
Si	24.48	-5.403	17.665	-0.023	0.002	0.003
Si	27.253	-2.648	17.701	0	-0.011	0.019
Si	29.947	0.001	17.698	0.008	0.014	0.007
Si	32.628	2.757	17.628	0.014	0	0.004
Si	29.892	5.492	17.631	0	0	-0.015
Si	32.651	-8.131	17.641	-0.018	0.006	0.013
Si	29.954	-5.404	17.704	-0.008	-0.013	0.022
Si	32.646	-2.715	17.759	-0.003	0.001	-0.003
Si	35.372	-0.036	17.624	0.008	-0.006	0.011
Si	38.186	2.692	17.665	0.006	-0.014	-0.015
Si	35.434	5.402	17.603	-0.001	0.002	-0.002
Si	38.152	8.171	17.691	0.002	-0.017	0.015
Si	35.383	10.885	17.704	0.007	-0.005	0.001
Si	38.128	-2.778	17.715	-0.015	-0.006	0.009
Si	-24.411	-0.029	17.735	0.012	-0.015	-0.007
Si	-21.626	2.743	17.777	0.004	0.013	0.008
Si	-24.343	5.425	17.748	-0.001	-0.012	0.01
Si	-21.65	-8.176	17.822	0.002	-0.015	-0.004
Si	-24.345	-5.508	17.721	0.008	-0.012	-0.016
Si	-21.678	-2.717	17.754	0.001	0.002	-0.003
Si	-18.922	0.011	17.731	0.002	0.002	-0.007
Si	-16.358	2.81	17.576	-0.002	0.008	0.016
Si	-19.059	5.523	17.687	0.01	0.04	-0.015
Si	-16.294	-8.109	17.507	-0.032	0.006	-0.009
Si	-18.919	-5.436	17.711	0	0.014	0.017
Si	-16.246	-2.64	17.742	0.002	0.048	0.009
Si	-13.666	0.073	17.477	-0.001	0	0.008
Si	-10.853	2.772	17.461	-0.008	0.012	-0.003
Si	-13.535	5.416	17.47	0.002	-0.001	-0.011
Si	-10.89	-8.206	17.628	0.019	-0.023	0.01
Si	-13.583	-5.405	17.608	-0.005	0.002	0.026
Si	-10.911	-2.697	17.375	-0.012	-0.022	-0.013
Si	-8.106	-0.037	17.538	-0.013	0.006	0.018
Si	-5.531	2.663	17.634	-0.009	-0.003	-0.007
Si	-8.254	5.392	17.669	0.008	-0.015	0.007
Si	-5.471	8.167	17.593	0.01	-0.015	0.016
Si	-8.172	-5.485	17.488	0.011	-0.004	-0.008
Si	-5.392	-2.827	17.624	0.001	-0.021	-0.018
Si	-2.775	-0.109	17.754	-0.011	-0.009	0.032
Si	-0.031	2.585	17.664	0.002	-0.041	-0.029
Si	-2.736	5.374	17.603	-0.011	-0.001	0.001
Si	-0.106	-8.169	17.756	-0.007	0.034	0.023
Si	-2.745	-5.526	17.83	0.025	-0.022	0.014
Si	-0.057	-2.809	17.751	0.011	0.013	0
Si	1.237	1.224	19.125	-0.029	0.017	-0.005
Si	4.056	3.954	19.182	-0.018	0.016	-0.03
Si	1.213	6.674	18.998	0.003	0.023	-0.018
Si	3.881	-6.92	19.008	-0.058	-0.015	0.006
Si	1.3	-4.165	19.135	-0.004	-0.023	0.008
Si	4.022	-1.314	19.08	0.009	0.016	-0.052
Si	6.741	1.377	19.098	0.004	-0.014	0.003
Si	9.587	4.157	19.066	0.046	0.007	-0.02
Si	6.669	6.68	19.141	-0.032	0.003	-0.012
Si	9.439	9.454	19.184	0.003	0.018	-0.014
Si	6.86	-4.02	18.965	0.043	0.082	-0.046
Si	9.449	-1.474	19.144	-0.034	-0.011	-0.003
Si	12.197	1.33	19.088	-0.005	0.008	-0.05
Si	14.877	4.076	19.091	0.026	-0.03	0
Si	12.214	6.762	19.135	-0.051	-0.01	-0.003
Si	15.061	-6.773	18.964	0.008	0.013	-0.031
Si	12.123	-4.12	19.152	0.018	-0.033	-0.026
Si	15.002	-1.356	19.015	0.002	-0.001	-0.009
Si	17.623	1.424	19.026	0.018	-0.029	-0.037
Si	20.468	4.134	18.996	-0.002	0.023	-0.01
Si	17.727	-9.534	19.073	-0.018	0.015	-0.03
Si	20.337	-6.718	18.994	0.015	-0.035	-0.011
Si	17.739	-4.015	19.073	-0.002	0.023	-0.001
Si	20.401	-1.29	19.014	0.005	0	-0.035
Si	23.109	1.403	19.028	0.009	-0.016	-0.009
Si	25.773	4.106	18.783	-0.021	-0.002	-0.042
Si	23.129	-9.43	18.94	0.01	-0.013	-0.043
Si	25.868	-6.725	19.03	0.006	0.002	-0.008
Si	23.134	-4.049	19.043	-0.024	0	-0.015
Si	25.871	-1.287	19.052	0.007	0.02	-0.016
Si	28.618	1.376	19.063	-0.008	0.018	-0.002
Si	31.239	4.133	18.967	0.003	-0.003	-0.021
Si	28.56	-9.457	19.022	0.036	0.01	-0.013
Si	31.27	-6.828	19.062	-0.012	0.005	-0.035
Si	28.684	-3.948	19.072	0.048	0.023	-0.032
Si	31.281	-1.333	19.136	-0.011	-0.013	0.007
Si	34.018	1.377	18.919	-0.007	0.003	-0.038
Si	36.82	4.063	18.964	-0.009	0.018	-0.01
Si	34.073	-9.521	18.882	0.016	-0.01	-0.043
Si	36.734	9.498	19.041	0	-0.005	-0.03
Si	34.019	-4.097	19.103	0.019	-0.004	0.007
Si	36.666	-1.438	19.006	-0.038	-0.02	-0.051
Si	39.502	1.33	19.076	-0.006	0.008	-0.006
Si	-22.953	4.106	19.176	0.003	0.035	-0.012
Si	39.571	6.844	19.032	0.018	0.001	-0.029
Si	-23.015	-6.837	19.189	-0.034	0.02	0.004
Si	39.563	-4.159	19.021	-0.013	0.037	-0.022
Si	-23.059	-1.371	19.13	0.009	-0.019	-0.013
Si	-20.22	1.374	19.122	-0.021	0.01	-0.01
Si	-17.674	4.202	18.98	0.01	-0.011	-0.024
Si	-20.287	-9.501	19.259	-0.006	-0.015	0.011
Si	-17.493	-6.797	19.029	0.004	-0.006	-0.012
Si	-20.264	-4.072	19.074	0.015	-0.016	-0.02
Si	-17.528	-1.228	19.194	0.028	0.022	-0.006
Si	-15.038	1.411	18.864	-0.01	-0.025	-0.038
Si	-12.151	4.125	18.86	0.032	0.025	-0.038
Si	-14.935	-9.536	18.709	-0.014	-0.024	-0.032
Si	-12.223	-6.779	18.944	0.018	0.019	-0.021
Si	-14.833	-4	19.054	0.035	-0.01	-0.014
Si	-12.261	-1.323	18.68	0.012	-0.012	-0.049
Si	-9.464	1.433	18.76	0.024	0.016	-0.041
Si	-6.941	3.966	19.018	-0.038	-0.043	-0.024
Si	-9.667	6.682	19.09	-0.048	-0.001	-0.03
Si	-6.915	9.474	18.925	-0.004	-0.006	-0.023
Si	-9.563	-4.053	18.682	0.003	-0.011	-0.038
Si	-6.744	-1.438	18.89	0.012	-0.009	-0.034
Si	-4.208	1.301	19.019	0.007	0.001	-0.024
Si	-1.447	3.909	18.935	0.014	-0.022	-0.032
Si	-4.009	6.857	18.883	0.039	0.064	-0.026
Si	-1.377	-6.845	19.314	0.008	0.006	-0.03
Si	-4.165	-4.18	19.156	-0.016	0.019	0.01
Si	-1.427	-1.518	19.156	-0.004	0.011	-0.014
Si	-0.094	-0.161	20.565	0.017	-0.02	0.035
Si	2.617	2.569	20.467	0.016	-0.014	0.045
Si	-0.165	5.267	20.297	0.013	-0.002	0.046
Si	2.544	7.964	20.402	0.024	0.015	0.038
Si	0.064	-5.441	20.711	-0.058	-0.089	0.062
Si	2.636	-2.72	20.394	0.024	0.027	0.044
Si	5.358	0.075	20.489	-0.02	-0.013	0.053
Si	8.183	2.78	20.307	0.003	0.016	0.06
Si	5.403	5.29	20.634	0.038	0.008	0.039
Si	7.953	8.093	20.485	0.001	-0.004	0.033
Si	5.293	-5.356	19.992	-0.021	0.026	-0.028
Si	8.139	-2.815	20.622	0.004	-0.043	0.032
Si	10.823	-0.101	20.42	0.011	0.01	0.05
Si	13.494	2.744	20.486	-0.009	0.022	0.036
Si	10.89	5.453	20.632	0	-0.013	0.034
Si	13.672	8.193	20.262	0.016	0.002	0.056
Si	10.758	10.817	20.633	0.026	0.022	0.045
Si	13.648	-2.754	20.328	0.012	-0.015	0.029
Si	16.268	0.064	20.421	0.004	0.023	0.004
Si	19.088	2.772	20.293	-0.021	-0.033	0.057
Si	16.285	5.422	20.391	0.018	0	0.047
Si	19.137	-8.162	20.423	0.028	-0.015	0.034
Si	16.433	-5.444	20.383	0.002	-0.004	0.05
Si	19.04	-2.582	20.444	-0.019	0.001	0.073
Si	21.744	0.064	20.407	-0.02	0.001	0.022
Si	24.508	2.819	20.258	0.014	0.006	0.059
Si	21.824	5.52	20.343	-0.011	0.016	0.053
Si	24.446	-8.052	20.344	-0.013	-0.01	0.058
Si	21.597	-5.286	20.36	0.013	0.046	0.031
Si	24.549	-2.705	20.387	0.014	-0.008	0.027
Si	27.255	0.037	20.455	-0.008	-0.001	0.023
Si	29.909	2.835	20.423	-0.02	-0.002	0.037
Si	27.049	5.474	20.13	-0.004	0.016	0.048
Si	29.9	-8.171	20.497	0.022	0	0.045
Si	27.254	-5.305	20.314	-0.014	0	0.065
Si	30.031	-2.673	20.646	-0.025	-0.015	0.058
Si	32.646	0.125	20.363	0.009	0.017	0.068
Si	35.458	2.666	20.241	0.005	-0.017	0.035
Si	32.672	5.513	20.197	0.016	0.007	0.042
Si	35.386	-8.269	20.347	0.024	0.003	0.027
Si	32.696	-5.522	20.424	0.003	-0.022	0.048
Si	35.301	-2.714	20.515	0.022	0.015	0.057
Si	38.063	-0.091	20.299	-0.007	0.007	0.06
Si	40.923	2.656	20.429	0.016	0.004	0.043
Si	38.172	5.452	20.281	0.018	-0.003	0.036
Si	40.905	8.103	20.57	-0.018	-0.028	0.069
Si	38.175	10.822	20.342	-0.027	0.001	0.049
Si	40.878	-2.836	20.461	-0.004	-0.006	0.024
Si	-21.632	0.009	20.445	-0.002	-0.001	0.03
Si	-18.872	2.836	20.454	-0.008	-0.005	0.069
Si	-21.632	5.467	20.724	-0.044	-0.036	0.047
Si	-18.776	-8.134	20.511	0.015	-0.016	0.065
Si	-21.567	-5.484	20.476	0.03	-0.007	0.045
Si	-18.853	-2.72	20.44	0.012	-0.015	0.042
Si	-16.226	0.298	20.577	-0.051	-0.004	0.099
Si	-13.581	2.757	20.018	0.002	0.024	0.024
Si	-16.243	5.591	20.212	-0.03	0.032	0.06
Si	-13.539	-8.361	20.087	0.035	-0.018	0.047
Si	-16.056	-5.486	20.401	-0.004	-0.008	0.03
Si	-13.496	-2.464	20.275	-0.023	-0.01	0.1
Si	-10.849	0.018	19.897	0.021	0.011	0.014
Si	-8.332	2.592	20.463	0.028	0.055	0.055
Si	-10.959	5.255	20.58	0.05	-0.006	0.09
Si	-8.377	8.204	20.288	-0.007	0.005	0.026
Si	-10.926	-5.206	20.151	-0.034	-0.025	0.047
Si	-8.166	-2.841	20.071	0.033	-0.023	0.044
Si	-5.558	-0.072	20.378	0.016	-0.006	0.047
Si	-2.776	2.595	20.355	0.03	-0.036	0.005
Si	-5.469	5.483	19.998	-0.008	0.004	-0.033
Si	-2.759	-8.324	20.606	0	-0.007	0.034
Si	-5.588	-5.609	20.424	0.007	0.031	0.049
Si	-2.783	-2.868	20.575	0	-0.003	0.079
Si	1.528	-1.314	21.905	-0.392	-0.19	-0.662
Si	3.693	1.041	21.902	0.305	0.289	-0.664
Si	1.372	4.147	21.636	-0.108	-0.25	-0.713
Si	3.64	6.382	21.775	0.293	0.18	-0.694
Si	1.304	-7.087	21.946	-0.049	0.145	-0.795
Si	4.359	-3.804	21.465	-0.163	-0.086	-0.792
Si	6.493	-1.54	21.714	0.294	0.173	-0.754
Si	9.645	1.535	21.596	-0.014	-0.151	-0.77
Si	7.198	4.244	21.852	-0.331	-0.085	-0.734
Si	9.239	6.651	21.838	0.106	0.143	-0.673
Si	6.482	-6.638	21.435	-0.095	-0.29	-0.605
Si	8.943	-4.664	22.026	0.436	0.479	-0.578
Si	12.448	-1.272	21.647	-0.268	-0.215	-0.636
Si	14.572	1.082	21.698	0.323	0.262	-0.733
Si	11.906	3.708	21.985	0.206	0.339	-0.677
Si	15.196	7.082	21.635	-0.238	-0.29	-0.639
Si	12.633	9.768	21.608	-0.256	-0.022	-0.704
Si	14.849	-4.303	21.629	0.135	0.215	-0.688
Si	17.853	-1.017	21.755	-0.122	-0.158	-0.675
Si	20.099	1.185	21.694	0.223	0.049	-0.721
Si	17.716	4.071	21.644	0.019	0.146	-0.694
Si	20.822	-9.198	21.736	-0.3	-0.176	-0.772
Si	17.552	-7.045	21.716	0.294	0.357	-0.57
Si	20.637	-3.608	21.823	-0.189	-0.305	-0.712
Si	22.989	-1.51	21.626	0.063	0.194	-0.68
Si	26.101	1.748	21.58	-0.057	-0.177	-0.775
Si	23.372	4.346	21.63	-0.136	-0.183	-0.699
Si	25.539	-9.753	21.536	0.016	0.145	-0.709
Si	22.824	-6.822	21.545	0.176	0.02	-0.682
Si	26.16	-3.792	21.747	-0.154	-0.073	-0.747
Si	28.35	-1.507	21.904	0.237	0.105	-0.68
Si	31.638	1.819	21.677	-0.373	-0.283	-0.693
Si	28.179	4.032	21.521	0.226	-0.048	-0.666
Si	31.566	-9.376	21.689	-0.19	-0.057	-0.709
Si	28.801	-6.405	21.648	-0.087	-0.353	-0.771
Si	31.246	-4.388	21.877	0.239	0.379	-0.727
Si	34.118	-1.017	21.763	-0.066	-0.244	-0.67
Si	36.479	1.028	21.599	0.043	0.139	-0.78
Si	33.925	3.969	21.38	0.208	0.13	-0.745
Si	36.985	-9.392	21.66	-0.203	-0.215	-0.728
Si	33.799	-7.192	21.674	0.082	0.135	-0.735
Si	37.007	-3.936	21.608	-0.246	-0.022	-0.731
Si	39.17	-1.698	21.581	0.133	0.049	-0.728
Si	42.491	1.543	21.808	-0.192	-0.232	-0.704
Si	39.73	4.295	21.555	-0.059	-0.095	-0.774
Si	41.941	6.498	22.05	0.302	0.318	-0.725
Si	39.19	9.197	21.738	0.184	0.205	-0.758
Si	42.56	-3.92	21.769	-0.333	-0.26	-0.608
Si	-20.487	-1.608	21.7	0.274	0.232	-0.673
Si	-17.134	2.16	21.932	-0.138	-0.339	-0.727
Si	-20.481	3.751	21.907	0.225	0.378	-0.714
Si	-17.083	-9.182	21.814	-0.178	-0.113	-0.708
Si	-19.896	-6.539	21.794	-0.204	-0.155	-0.746
Si	-17.656	-4.348	21.661	0.072	0.129	-0.736
Si	-14.433	-0.754	21.63	-0.124	-0.094	-0.783
Si	-12.244	1.305	21.191	-0.006	0.018	-0.649
Si	-14.827	4.183	21.342	0.111	-0.006	-0.553
Si	-12.713	6.38	21.671	0.235	0.022	-0.709
Si	-14.765	-7.123	21.56	-0.011	0.181	-0.602
Si	-11.752	-3.406	21.488	-0.099	-0.14	-0.752
Si	-9.475	-1.313	21.186	0.062	0.036	-0.497
Si	-7.318	0.851	21.688	0.1	0.108	-0.701
Si	-10.092	3.404	21.917	0.241	0.293	-0.712
Si	-6.763	6.891	21.3	-0.079	0.053	-0.709
Si	-9.597	9.848	21.523	-0.001	-0.135	-0.566
Si	-7.288	-4.439	21.559	0.156	-0.019	-0.74
Si	-3.95	-1.146	21.705	-0.036	-0.203	-0.785
Si	-1.691	1.037	21.813	0.173	0.172	-0.715
Si	-4.06	4.253	21.352	0.134	0.031	-0.502
Si	-1.696	6.178	21.822	0.049	0.349	-0.652
Si	-4.559	-7.3	21.751	0.312	0.268	-0.777
Si	-1.431	-4.174	22.098	0.127	0.108	-0.791
Si	7.251	-0.433	-5.615	0.171	-0.017	0.02
Si	7.037	2.912	24.761	0.068	0.018	-0.075
Si	2.354	3.699	-2.79	-0.049	-0.065	0.161
Si	4.271	3.914	25.998	0.011	0.054	-0.022
Si	5.272	-6.838	-6.742	0.006	0.045	-0.122
Si	5	-0.472	-1.922	0.061	0.038	0.103
Si	10.345	-2.811	-7.054	-0.091	0.036	-0.031
Si	22.126	-4.953	-5.672	-0.079	-0.022	-0.079
Si	12.941	-4.637	26.034	0.082	0.11	-0.098
Si	20.163	-3.672	24.911	0.068	0.044	-0.059
Si	3.245	6.637	24.718	-0.061	0.015	-0.045
Si	15.962	-2.44	23.836	0.023	0.011	-0.139
Si	17.61	-7.719	24.556	0.122	0.055	-0.139
Si	12.476	3.438	25.068	-0.071	0.073	-0.093
Si	8.303	-5.653	24.791	0.065	0.089	-0.116
Si	16.456	4.422	-5.61	-0.036	-0.051	0.109
Si	13.102	-1.872	24.396	-0.02	-0.165	-0.063
Si	14.384	0.397	-5.568	-0.037	0.008	-0.057
Si	16.11	2.521	23.754	0.021	0.077	0.038
Si	27.236	6.003	-2.378	0.083	-0.06	-0.011
Si	9.724	8.033	24.634	0.051	0.042	-0.069
Si	23.465	-7.736	-4.969	-0.021	-0.059	0.097
Si	25.961	7.881	24.212	-0.011	-0.041	-0.053
Si	21.945	2.535	23.819	-0.013	0.035	-0.118
Si	29.85	-4.32	-4.147	-0.016	0.041	0.087
Si	19.348	0.035	-7.053	0.046	-0.106	0.001
Si	25.555	7.64	-7.084	0.085	-0.005	0.059
Si	28.314	-6.844	24.628	0.081	0.116	-0.117
Si	23.998	8.058	-2.086	0.03	0.043	0.032
Si	29.551	-0.331	24.681	-0.032	0.013	-0.104
Si	28.37	0.9	-6.408	-0.053	-0.007	0.025
Si	29.852	7.48	25.794	-0.074	-0.028	-0.044
Si	27.794	-3.074	-2.342	-0.102	0.028	0.129
Si	-32.413	-4.137	24.665	-0.094	-0.119	-0.127
Si	27.841	-6.993	-5.913	-0.058	-0.066	-0.09
Si	-28.176	-1.738	-3.709	-0.049	-0.005	0.118
Si	-32.633	-1.246	24.604	0.037	0.059	-0.172
Si	-26.313	-6.234	-6.509	0.138	0.054	0.066
Si	-29.595	5.066	23.749	0.124	0.022	-0.134
Si	-24.866	-3.926	25.852	0.004	0.167	-0.03
Si	-29.363	-7.064	26.358	-0.088	0.033	0.025
Si	-25.288	-6.799	24.773	-0.02	-0.126	-0.138
Si	-18.68	3.217	24.342	-0.007	-0.061	-0.186
Si	-23.471	3.023	-6.407	0.09	-0.083	0.007
Si	-20.518	-6.988	24.81	0.045	-0.025	-0.113
Si	-17.746	-6.497	-7.221	-0.026	0.019	-0.097
Si	-26.028	-1.324	-5.471	0.011	-0.038	-0.022
Si	-20.701	-1.522	24.629	-0.066	0.069	-0.093
Si	-20.935	6.386	-3.949	0.056	0.032	-0.004
Si	-18.047	5.164	-4.336	-0.093	-0.008	0.03
Si	-19.452	1.248	-4.583	-0.014	0.009	-0.018
Si	-17.292	5.976	24.747	-0.098	0.061	-0.132
Si	-23.036	7.885	-5.746	-0.078	-0.056	-0.024
Si	-16.629	-3.891	24.538	-0.057	0.059	-0.086
Si	-22.35	1.241	-4.299	0.007	-0.031	-0.033
Si	-7.335	2.598	-4.996	0.036	-0.029	0.086
Si	-18.955	3.22	-2.179	-0.049	0.021	0.164
Si	-12.635	-5.962	25.867	-0.038	0.108	-0.236
Si	-14.674	5.563	26.227	-0.104	0.019	0.078
Si	-10.083	3.093	25.036	-0.024	0.002	-0.239
Si	-5.963	2.882	23.471	-0.115	-0.044	-0.087
Si	-1.931	2.667	-2.406	-0.054	0.064	0.192
Si	-0.138	4.619	-4.221	-0.014	-0.092	0.121
Si	-3.745	-3.884	-4.223	0.088	-0.059	0.09
Si	-5.534	-6.993	-5.497	0.045	-0.045	-0.055
Si	-4.149	-1.449	-5.649	0.02	0.037	-0.069
Si	-5.357	-3.109	23.55	-0.094	-0.047	-0.222
Si	0.476	-2.754	-6.799	0.04	0.075	-0.111
Si	-4.176	5.721	-4.36	-0.049	0.001	0.09
Si	-1.904	6.741	26.189	-0.003	-0.081	-0.086
Si	0.053	-2.561	24.369	0.026	-0.03	-0.023
Si	3.092	0.739	-6.747	0	-0.039	0.047
Si	2.976	1.434	24.757	0.056	0.123	-0.149
Si	4.256	1.609	-3.951	-0.132	0.04	0.093
Si	2.137	-7.869	-2.041	0.039	-0.048	0.109
Si	2.644	-3.666	-4.746	0.008	0.079	-0.006
Si	2.762	-2.676	-1.904	-0.004	-0.044	0.057
Si	7.848	0.194	23.883	-0.109	0.03	-0.109
Si	9.835	3.028	-4.414	-0.024	0.071	-0.101
Si	6.945	2.588	-4.692	-0.07	-0.056	0.004
Si	7.513	8.075	-5.366	-0.099	0.089	0.041
Si	9.049	-1.645	26.018	-0.099	-0.058	-0.067
Si	6.147	5.367	-5.2	-0.092	-0.022	0.03
Si	11.473	1.069	-5.761	0.217	-0.026	0.012
Si	14.889	7.376	24.626	0.029	0.011	-0.181
Si	16.929	5.387	-2.846	0.04	-0.043	0.025
Si	9.979	4.775	-7.11	-0.004	-0.092	-0.029
Si	19.564	-4.704	-7.119	0.132	-0.072	0.028
Si	15.545	-3.788	-5.519	-0.051	-0.114	0.083
Si	13.714	1.262	-2.846	0.036	-0.044	0.162
Si	12.505	-7.223	24.567	-0.024	0.054	-0.042
Si	15.084	4.648	25.73	-0.088	-0.198	0.011
Si	22.073	5.874	-5.156	0.138	0.037	-0.012
Si	24.549	-5.613	23.741	-0.028	0.056	-0.126
Si	20.063	-3.327	-4.689	-0.003	-0.091	0.112
Si	24.264	-0.551	-5.873	-0.012	-0.015	-0.139
Si	20.125	3.754	26.002	0.041	-0.059	-0.164
Si	28.208	-7.663	-2.963	0.007	0.001	0.195
Si	25.972	3.841	-3.731	-0.009	-0.016	0.112
Si	24.233	0.398	23.74	-0.086	0.082	-0.125
Si	27.944	-4.141	-6.557	-0.022	0.028	0.014
Si	-31.761	-4.413	-6.475	0.012	0.113	-0.014
Si	21.28	-0.601	-4.966	-0.026	-0.01	0.015
Si	-28.035	5.636	-5.692	-0.089	-0.066	0.027
Si	30.737	2.313	24.534	0.052	0.008	-0.069
Si	-32.263	-6.316	-1.881	0.002	0.089	0.022
Si	26.979	-1.63	-5.072	0.104	-0.046	0.013
Si	-32.465	-0.05	-1.96	-0.121	-0.004	0.161
Si	-22.796	4.012	-3.851	-0.064	0.027	0.025
Si	-25.942	7.52	-4.816	0.125	0.044	-0.047
Si	-30.377	3.753	-5.488	0.009	-0.065	-0.001
Si	-25.665	-1.251	24.489	-0.007	0.029	-0.027
Si	-29.866	-5.504	23.777	-0.107	-0.074	-0.138
Si	-31.762	1.451	-4.404	-0.003	0.067	-0.051
Si	-27.409	2.867	23.676	-0.113	0.069	-0.078
Si	-22.891	7.57	25.079	-0.124	-0.127	-0.071
Si	-26.079	-6.617	-2.754	-0.112	0.075	0.1
Si	29.829	5.284	23.721	0.091	0.07	-0.019
Si	-30.374	1.199	-6.987	0.022	-0.015	0.03
Si	-22.171	-4.307	24.714	-0.13	-0.008	-0.195
Si	-15.926	1.179	-7.035	-0.033	0.029	-0.076
Si	-23.187	0.459	24.762	0.013	0.013	-0.179
Si	-19.154	7.981	-2.077	0.067	-0.085	0.118
Si	-17.499	-6.762	-4.305	-0.085	0.004	0.07
Si	-13.877	0.404	-5.256	0.055	-0.056	0.101
Si	-11.849	2.443	-5.524	-0.083	-0.078	0.014
Si	-9.272	1.929	-7.104	-0.015	0.022	-0.146
Si	-14.633	-1.592	24.575	0.015	0.052	-0.11
Si	-15.592	7.204	-4.534	0.052	-0.07	0.014
Si	-8.823	-3.196	-3.619	0.044	-0.002	0.062
Si	-9.715	-2.457	25.895	0.032	-0.089	0.026
Si	-18.459	-2.423	26.358	-0.016	-0.04	-0.087
Si	-15.021	-2.294	-5.036	-0.03	-0.098	0.007
Si	-9.327	5.8	25.991	-0.117	-0.068	-0.032
Si	-7.133	5.6	23.936	0.081	-0.097	-0.055
Si	-12.178	-7.428	23.212	-0.085	-0.023	-0.31
Si	-6.679	-3.001	26.32	-0.196	-0.004	0.099
Si	-4.405	3.215	25.896	0.079	0.093	-0.142
Si	-12.16	-3.256	24.414	-0.009	-0.008	-0.089
Si	-8.151	7.936	-4.779	-0.004	0.051	-0.008
Si	3.912	-6.446	-4.054	0.064	0.112	0.06
Si	-3.418	-5.558	23.818	0.078	-0.001	0.052
Si	-4.49	3.015	-5.485	-0.018	0.009	0.064
Si	-2.517	-3.648	-6.869	-0.056	0.097	0.027
Si	0.092	0.13	-6.69	-0.038	-0.052	-0.122
Si	0.156	2.429	23.964	0.01	-0.019	-0.144
Si	-2.785	-2.995	-1.673	0.029	0.109	0.013
Si	4.594	-1.87	-6.291	-0.091	-0.019	-0.07
Si	-2.443	0.997	-5.03	0.163	-0.015	0.081
Si	9.201	-4.847	-2.697	0.107	-0.059	0.075
Si	5.167	5.071	-2.212	-0.012	-0.072	0.108
Si	0.132	7.31	24.064	0.106	-0.085	-0.138
Si	-0.678	7.328	-2.849	-0.032	-0.065	0.116
Si	10.851	-7.357	-2.338	-0.081	-0.06	0.086
Si	4.035	-6.154	23.211	0.102	-0.03	-0.304
Si	9.451	-1.992	-4.157	-0.115	-0.109	0.142
Si	14.218	5.497	-4.124	0.1	-0.021	-0.079
Si	12.745	-8.173	-4.714	-0.056	-0.096	0.14
Si	6.671	-6.505	-2.85	0.03	-0.106	0.009
Si	16.559	-8.17	-2.344	0.031	0.12	0.14
Si	5.344	-5.546	25.713	0.151	-0.088	0.061
Si	12.967	0.681	26.104	0.071	0.011	-0.04
Si	12.174	3.805	-2.858	-0.03	-0.163	0.158
Si	17.822	1.54	26.185	0.021	0.093	0.108
Si	10.23	7.776	-6.459	0.066	0.088	-0.028
Si	15.158	-6.409	-4.274	0.064	-0.014	-0.02
Si	10.992	-0.15	-2.054	-0.099	0.127	0.115
Si	16.731	-1.443	-6.755	-0.032	0.155	0.003
Si	15.788	-4.135	-2.666	0.025	0.023	-0.022
Si	24.85	4.779	-6.343	-0.157	-0.008	0.03
Si	23.061	-4.257	26.117	-0.158	-0.059	0.061
Si	21.831	5.785	-2.176	-0.075	0.048	-0.023
Si	18.559	-3.146	-2.066	-0.153	-0.039	0.185
Si	21.859	0.178	-2.114	0.105	-0.037	0.061
Si	24.35	2.03	-2.085	0.002	-0.05	0.061
Si	28.646	3.682	-2.877	0.095	-0.021	-0.03
Si	25.508	1.904	-7.166	0.08	0.093	-0.003
Si	30.676	7.846	-1.703	-0.04	-0.086	-0.005
Si	-30.691	-3.18	-3.929	0.089	-0.068	0.043
Si	19.118	5.896	23.902	0.061	0.016	-0.011
Si	32.425	7.782	-6.369	0.011	-0.114	0.065
Si	-27.259	0.756	-2.047	0.075	0.097	0.046
Si	32.185	4.718	-6.517	0.022	-0.048	-0.04
Si	-29.843	7.664	-7.261	-0.068	0.045	-0.047
Si	30.63	2.587	-4.837	0.01	-0.012	-0.058
Si	-22.513	-3.614	-2.995	-0.04	-0.099	0.217
Si	-24.986	2.834	-2.046	0.014	-0.088	0.076
Si	32.013	-6.245	-4.583	0.059	-0.038	-0.009
Si	-27.433	0.768	-7.254	-0.041	-0.118	-0.006
Si	-23.947	-5.702	-4.628	-0.127	0.001	-0.011
Si	31.827	-2.616	-2.708	0.027	-0.021	0.039
Si	-24.062	-0.997	-3.03	-0.095	-0.027	0.156
Si	-19.793	-2.571	-2.211	-0.042	0.085	0.018
Si	-14.368	-2.792	-2.179	0.068	0.035	0.051
Si	-26.438	3.551	-7.236	0.007	0.024	-0.014
Si	-18.195	3.165	-6.725	-0.107	-0.056	0.057
Si	-28.259	-4.469	-2.73	0.009	0.072	-0.085
Si	-16.414	-5.204	-2.14	0.066	-0.032	-0.084
Si	-9.929	-3.729	-6.168	0.098	0.034	-0.158
Si	-12.322	4.946	-7.117	0.114	0.026	0.006
Si	-13.219	7.517	-2.398	-0.13	0.054	-0.031
Si	-11.685	7.774	-6.834	0.017	-0.113	0.053
Si	-10.261	-5.359	-2.152	0.001	0.044	-0.042
Si	-17.998	-1.454	-4.521	-0.098	-0.053	0.031
Si	-8.286	2.111	-2.06	0.092	0.097	0.097
Si	-7.012	5.344	-4.316	0.092	-0.032	0.074
Si	-10.997	-7.318	-4.126	-0.076	-0.044	0.07
Si	-2.732	-8.038	-4.788	-0.033	0.002	0.032
Si	-15.288	-4.579	-7.276	-0.064	0.146	0.03
Si	-12.182	1.026	-3.072	-0.003	0.003	0.178
Si	-1.035	4.97	-7.217	-0.008	0.135	-0.011
Si	-5.543	5.579	-1.917	0.046	0.023	-0.007
Si	-7.102	-4.245	-5.839	-0.152	-0.044	0.126
Si	-4.938	-5.025	-1.773	-0.037	-0.018	0.044
Si	-9.781	-0.594	-2.446	-0.027	-0.022	-0.106
Si	-4.856	6.319	25.668	0.084	0.042	-0.019
Si	1.373	-1.336	5.555	0.002	0.006	0.013
Si	4.123	1.361	5.503	-0.006	-0.01	0.017
Si	1.394	4.098	5.47	-0.022	-0.006	-0.001
Si	4.098	6.782	5.475	-0.004	-0.003	-0.001
Si	1.354	9.462	5.519	0.008	0.005	0.01
Si	4.113	12.207	5.597	0.017	-0.005	0.021
Si	6.789	-1.359	5.55	-0.022	-0.01	0.009
Si	9.52	1.432	5.466	0.001	-0.001	-0.01
Si	6.799	4.101	5.455	-0.01	-0.022	0.018
Si	9.48	6.816	5.42	0.004	0.003	-0.012
Si	6.783	9.508	5.48	0.01	-0.005	0.008
Si	9.474	-4.051	5.487	-0.016	0.018	0.002
Si	12.179	-1.31	5.476	0.008	0.01	0.014
Si	14.908	1.436	5.446	-0.013	-0.003	0.013
Si	12.198	4.122	5.417	0.002	0.015	0.003
Si	14.944	6.819	5.409	-0.011	-0.006	0.009
Si	12.2	-6.82	5.498	0.013	0.01	0.009
Si	14.917	-4.029	5.49	-0.018	0.004	0.011
Si	17.653	-1.325	5.418	-0.003	0	-0.005
Si	20.378	1.384	5.386	-0.008	0	0
Si	17.639	4.089	5.426	-0.005	0.009	0.006
Si	20.402	6.811	5.426	-0.005	-0.009	0.003
Si	17.656	-6.798	5.427	0.007	-0.004	0.007
Si	20.393	-4.07	5.382	0.008	-0.002	-0.004
Si	23.084	-1.37	5.417	0.006	0.005	0.004
Si	25.842	1.364	5.413	-0.004	-0.004	-0.002
Si	23.122	4.086	5.372	-0.01	-0.007	0.003
Si	25.87	6.793	5.332	0.01	-0.01	-0.004
Si	23.113	-6.811	5.385	-0.006	-0.016	0.002
Si	25.862	-4.09	5.412	0.011	-0.009	-0.003
Si	28.581	-1.433	5.441	0.011	-0.002	0.01
Si	31.311	1.289	5.485	-0.005	0.007	0.023
Si	28.535	4.042	5.429	0.001	-0.002	-0.003
Si	31.285	6.818	5.483	-0.002	0.005	0.002
Si	28.602	-6.844	5.345	0.033	-0.008	-0.001
Si	31.309	12.142	5.419	0.009	-0.014	0.006
Si	34.094	-1.477	5.46	0.021	0.005	-0.015
Si	-28.493	1.275	5.578	0.003	0.009	0.007
Si	34.01	4.042	5.564	0.011	0.008	0.023
Si	-28.531	6.796	5.583	-0.007	-0.008	0.037
Si	34.039	9.501	5.498	0.004	0.005	-0.004
Si	-28.469	-4.055	5.456	-0.006	0.004	0.016
Si	-25.783	-1.383	5.436	0.012	-0.008	0.001
Si	-23.123	1.332	5.437	0.002	-0.006	0.003
Si	-25.775	4.042	5.596	-0.011	0.003	0.009
Si	-23.024	6.808	5.528	0.002	0.002	0.01
Si	-25.781	-6.763	5.53	-0.023	-0.003	0.021
Si	-23.121	-4.052	5.489	-0.007	0.006	0.009
Si	-20.413	-1.291	5.417	-0.003	0.007	-0.004
Si	-17.709	1.367	5.404	-0.01	-0.011	0.011
Si	-20.43	4.09	5.473	-0.007	-0.011	0.001
Si	-17.643	6.82	5.425	0.012	-0.011	-0.002
Si	-20.337	-6.758	5.4	0.001	-0.006	0
Si	-17.685	-4.07	5.32	0.002	-0.01	-0.01
Si	-15.01	-1.387	5.327	0.007	0.01	-0.006
Si	-12.228	1.338	5.384	-0.001	0.007	0.008
Si	-14.991	4.105	5.361	-0.01	-0.011	0.009
Si	-12.24	6.819	5.329	0.009	-0.005	0.011
Si	-14.951	-6.743	5.335	-0.013	-0.013	-0.007
Si	-12.297	-4.075	5.263	0.008	0.014	-0.02
Si	-9.552	-1.365	5.323	0.014	0.023	0.01
Si	-6.815	1.35	5.356	-0.033	-0.009	0.001
Si	-9.48	4.057	5.343	0.014	0.007	0
Si	-6.8	6.773	5.343	-0.01	0.012	0
Si	-9.557	-6.849	5.337	-0.008	-0.013	0.008
Si	-6.807	12.245	5.399	0.005	-0.005	-0.001
Si	-4.093	-1.387	5.474	-0.003	0.001	0.01
Si	-1.343	1.382	5.527	-0.014	0.004	0.013
Si	-4.061	4.052	5.431	0.012	0.013	0.006
Si	-1.327	6.772	5.442	0.016	0.014	0.013
Si	-4.06	-6.827	5.391	-0.007	0.014	-0.002
Si	-1.375	-4.096	5.489	0.006	0.031	0.012
Si	2.745	0.023	6.88	0.001	0.009	-0.009
Si	5.463	2.737	6.849	-0.006	0.003	0.003
Si	2.745	5.431	6.851	0.004	-0.005	-0.005
Si	5.426	8.16	6.848	-0.004	0.013	-0.005
Si	2.714	10.832	6.879	0.002	0.004	-0.002
Si	5.458	-2.728	6.922	-0.007	-0.006	0.004
Si	8.168	0.04	6.84	-0.001	0.001	-0.011
Si	10.888	2.755	6.831	0.01	-0.007	-0.006
Si	8.159	5.45	6.82	0.002	-0.003	-0.017
Si	10.831	-8.174	6.834	0.012	-0.001	0.005
Si	8.143	-5.445	6.846	-0.004	-0.006	-0.01
Si	10.838	-2.689	6.842	0.006	0.005	-0.006
Si	13.57	0.043	6.812	0.006	0.006	0.003
Si	16.285	2.757	6.816	-0.002	0.002	0.003
Si	13.566	5.475	6.782	-0.004	0.001	-0.004
Si	16.297	-8.152	6.793	0.004	0.002	0.003
Si	13.561	-5.422	6.827	-0.002	-0.003	-0.002
Si	16.305	-2.676	6.814	-0.004	0.004	0.005
Si	19.026	0.025	6.772	0.004	0.001	-0.002
Si	21.751	2.737	6.748	-0.005	0.008	0.003
Si	19.022	5.449	6.772	0.007	-0.006	0.003
Si	21.757	-8.144	6.778	-0.005	-0.003	0.008
Si	19.033	-5.426	6.764	0.003	-0.008	-0.004
Si	21.731	-2.72	6.78	0.008	0.005	0.001
Si	24.466	-0.001	6.759	0.001	-0.003	0.005
Si	27.181	2.711	6.806	-0.003	0.01	0.011
Si	24.494	5.45	6.727	-0.008	0.008	-0.014
Si	27.228	-8.185	6.727	0.001	0.002	-0.005
Si	24.485	-5.457	6.751	0.003	0.009	0
Si	27.205	-2.752	6.803	-0.002	0.006	0.016
Si	29.933	-0.062	6.814	-0.006	-0.001	0.001
Si	32.639	2.669	6.87	-0.003	0.008	-0.003
Si	29.906	5.422	6.789	-0.002	0.007	0.003
Si	32.674	8.14	6.851	0.001	-0.007	-0.006
Si	29.927	10.822	6.778	-0.013	0.009	-0.005
Si	32.685	-2.811	6.792	-0.006	-0.01	-0.01
Si	-29.891	-0.083	6.872	0.01	0.001	-0.005
Si	-27.15	2.672	6.913	0.007	-0.012	-0.004
Si	-29.898	5.413	6.901	-0.006	-0.001	0
Si	-27.155	-8.135	6.879	-0.002	0.01	-0.011
Si	-29.867	-5.424	6.811	-0.01	0.015	-0.011
Si	-27.14	-2.71	6.842	-0.007	0.012	-0.012
Si	-24.446	-0.028	6.823	0.007	-0.017	-0.001
Si	-21.777	2.711	6.812	0.002	0.005	-0.01
Si	-24.406	5.447	6.881	0.004	-0.014	-0.008
Si	-21.669	-8.118	6.82	0.001	-0.002	-0.01
Si	-24.434	-5.414	6.881	-0.005	0	-0.004
Si	-21.744	-2.674	6.795	-0.006	-0.002	0.004
Si	-19.051	0.029	6.791	0.01	0.005	-0.002
Si	-16.332	2.737	6.734	0.011	0.005	-0.008
Si	-19.024	5.459	6.778	-0.007	0.009	-0.012
Si	-16.285	-8.118	6.734	0.006	0.021	0.007
Si	-19.001	-5.404	6.755	-0.003	0.006	0.001
Si	-16.335	-2.732	6.718	0.003	-0.009	-0.001
Si	-13.624	-0.029	6.695	0.015	0.002	-0.003
Si	-10.858	2.711	6.713	-0.009	-0.018	0
Si	-13.605	5.46	6.697	-0.007	0.017	-0.007
Si	-10.892	-8.178	6.728	0.006	0.005	0.004
Si	-13.606	-5.403	6.705	-0.006	0.004	-0.001
Si	-10.916	-2.739	6.66	0.008	-0.014	-0.003
Si	-8.182	-0.016	6.706	-0.004	-0.011	-0.006
Si	-5.447	2.687	6.75	0.007	0.003	-0.013
Si	-8.14	5.415	6.722	-0.002	0.003	0.001
Si	-5.444	8.134	6.723	-0.004	-0.014	-0.001
Si	-8.187	10.85	6.696	-0.008	0.001	-0.005
Si	-5.462	-2.746	6.801	0.001	-0.001	-0.002
Si	-2.726	-0.013	6.821	-0.007	-0.001	-0.004
Si	0.036	2.739	6.846	0.01	0.003	-0.004
Si	-2.704	5.417	6.788	-0.002	-0.013	-0.002
Si	-0.006	8.113	6.857	0.002	-0.01	-0.004
Si	-2.732	-5.481	6.808	0.002	-0.008	-0.008
Si	0.003	-2.743	6.848	0.001	-0.011	0.001
Si	1.376	1.374	8.217	0.016	0.004	0.007
Si	4.088	4.07	8.217	-0.013	-0.01	0.003
Si	1.368	6.772	8.213	0.004	0.016	-0.006
Si	4.078	9.493	8.237	-0.01	0.002	0.003
Si	1.355	-4.108	8.208	-0.004	-0.012	0.002
Si	4.078	-1.364	8.24	-0.008	-0.023	0
Si	6.804	1.371	8.217	-0.004	0.008	-0.003
Si	9.513	4.096	8.192	0.004	-0.003	0.001
Si	6.798	6.799	8.195	-0.004	0.002	-0.011
Si	9.501	-6.8	8.208	-0.001	0.013	-0.005
Si	6.808	-4.101	8.25	-0.006	0.016	0.001
Si	9.5	-1.333	8.215	0.004	0.004	0.002
Si	12.224	1.384	8.198	0.004	-0.001	0
Si	14.921	4.118	8.164	0.004	0.002	-0.002
Si	12.21	6.801	8.183	-0.012	-0.014	0.001
Si	14.935	-6.791	8.164	-0.009	-0.009	-0.004
Si	12.206	-4.061	8.19	0.006	-0.001	0
Si	14.936	-1.324	8.171	0.004	0.006	0.001
Si	17.658	1.376	8.148	-0.008	-0.002	-0.001
Si	20.389	4.088	8.126	-0.008	-0.006	-0.003
Si	17.667	6.814	8.147	0.002	0.003	-0.001
Si	20.392	-6.78	8.136	0.009	0.006	-0.003
Si	17.671	-4.066	8.142	0.005	0.002	-0.01
Si	20.378	-1.347	8.138	-0.007	-0.002	-0.002
Si	23.106	1.369	8.119	0.003	-0.001	-0.013
Si	25.824	4.093	8.137	0.003	-0.003	0.001
Si	23.129	6.802	8.113	0.004	0.001	-0.002
Si	25.859	-6.818	8.1	0.005	-0.006	-0.005
Si	23.12	-4.082	8.117	0.003	0.004	-0.006
Si	25.836	-1.358	8.127	0.005	0.005	-0.01
Si	28.565	1.338	8.145	0.006	0.004	-0.007
Si	31.274	4.071	8.175	0.014	-0.008	-0.002
Si	28.557	6.79	8.143	-0.012	-0.007	-0.004
Si	31.296	9.504	8.176	0.003	0.003	0
Si	28.576	-4.117	8.142	0.001	-0.011	-0.002
Si	31.322	-1.416	8.148	0	0.011	-0.013
Si	-31.251	1.316	8.204	-0.002	0	-0.005
Si	-28.52	4.053	8.237	-0.01	0.005	-0.007
Si	-31.261	6.784	8.227	0.003	-0.013	0.005
Si	-28.53	-6.782	8.209	0.001	-0.02	-0.005
Si	-31.237	-4.11	8.196	0.008	0.001	0.004
Si	-28.508	-1.393	8.232	-0.007	-0.012	0.006
Si	-25.782	1.317	8.231	-0.012	0.009	0
Si	-23.081	4.067	8.221	-0.003	-0.001	0.009
Si	-25.789	6.808	8.213	-0.006	0.01	-0.004
Si	-23.057	-6.789	8.192	0.001	0.012	-0.001
Si	-25.801	-4.066	8.225	0.003	-0.005	0.002
Si	-23.09	-1.359	8.198	0	0.011	-0.002
Si	-20.4	1.371	8.166	-0.005	-0.014	0.004
Si	-17.674	4.088	8.121	0	-0.012	0.003
Si	-20.347	6.816	8.169	0.008	0.013	0.006
Si	-17.654	-6.779	8.108	0.008	0	0.001
Si	-20.376	-4.057	8.124	0	0.002	-0.006
Si	-17.681	-1.362	8.099	-0.014	-0.002	-0.004
Si	-14.963	1.357	8.064	-0.007	0.001	-0.006
Si	-12.242	4.08	8.046	0.014	0.006	-0.009
Si	-14.943	6.82	8.082	0.013	-0.002	-0.005
Si	-12.246	-6.784	8.061	0.012	0.004	-0.007
Si	-14.967	-4.073	8.084	0.004	-0.011	0
Si	-12.254	-1.379	8.052	-0.021	-0.011	-0.008
Si	-9.519	1.345	8.081	0.023	0.014	-0.004
Si	-6.788	4.066	8.1	0.005	0.008	-0.004
Si	-9.519	6.778	8.069	-0.011	0.005	-0.005
Si	-6.813	9.5	8.068	-0.004	0.002	-0.01
Si	-9.543	-4.088	8.04	-0.012	0	-0.004
Si	-6.83	-1.364	8.106	0.001	0	0.007
Si	-4.098	1.347	8.146	-0.015	-0.014	0.001
Si	-1.355	4.075	8.18	0.003	-0.002	-0.006
Si	-4.081	6.788	8.112	0.013	0.007	-0.003
Si	-1.37	-6.83	8.181	0.008	0.002	0.004
Si	-4.094	-4.112	8.147	-0.016	-0.003	-0.002
Si	-1.361	-1.372	8.179	-0.001	0.01	-0.003
Si	0.004	-0.015	9.539	0.012	0.002	-0.003
Si	2.728	2.716	9.584	-0.007	-0.006	0.008
Si	-0.003	5.415	9.561	0.002	-0.013	0.002
Si	2.714	8.133	9.581	0.01	0.005	0.005
Si	-0.006	-5.478	9.546	0.003	0.006	0.004
Si	2.714	-2.747	9.571	-0.006	0.007	-0.007
Si	5.444	-0.001	9.581	-0.008	0.002	-0.008
Si	8.163	2.731	9.567	0.005	-0.006	-0.006
Si	5.444	5.441	9.566	0.004	0.003	-0.006
Si	8.143	-8.163	9.574	-0.006	0.005	-0.005
Si	5.431	-5.458	9.595	0.002	-0.005	-0.005
Si	8.158	-2.714	9.585	0.003	-0.01	-0.004
Si	10.869	0.018	9.567	0.004	-0.004	0
Si	13.583	2.749	9.547	0.002	-0.006	0.002
Si	10.864	5.446	9.564	0.013	-0.005	-0.002
Si	13.572	-8.146	9.533	-0.005	0.006	0.002
Si	10.858	-5.43	9.561	-0.002	-0.002	0
Si	13.582	-2.7	9.536	0.005	0.004	-0.002
Si	16.302	0.025	9.529	-0.002	-0.004	0.001
Si	19.027	2.737	9.499	0.005	0.003	-0.004
Si	16.295	5.467	9.517	-0.009	0.002	-0.007
Si	19.027	-8.138	9.501	-0.002	0	0.003
Si	16.307	-5.425	9.511	0.004	0	-0.006
Si	19.023	-2.703	9.509	0.003	0.006	0.004
Si	21.748	0.014	9.49	0.003	0.005	0.001
Si	24.462	2.729	9.491	-0.015	0.008	0.002
Si	21.754	5.453	9.481	-0.002	-0.008	-0.002
Si	24.49	-8.156	9.477	0.008	-0.008	-0.002
Si	21.756	-5.422	9.495	-0.003	-0.008	0.002
Si	24.475	-2.717	9.484	0.006	0.005	-0.003
Si	27.196	-0.007	9.502	-0.011	0	0
Si	29.918	2.703	9.521	-0.01	0.014	0.002
Si	27.191	5.444	9.505	-0.006	0.013	0.008
Si	29.926	8.143	9.517	0.006	-0.006	0.001
Si	27.202	-5.461	9.492	0.006	0.001	0.002
Si	29.939	-2.751	9.506	0.008	-0.017	-0.001
Si	-32.624	-0.042	9.537	0.011	0.001	-0.002
Si	-29.89	2.686	9.571	0.01	0.003	0.001
Si	-32.633	5.416	9.554	-0.002	0.01	0.003
Si	-29.885	-8.162	9.561	-0.018	0.007	0
Si	-32.617	-5.46	9.54	0.004	-0.005	0.002
Si	-29.883	-2.751	9.567	-0.001	0.005	0.005
Si	-27.152	-0.025	9.589	0.005	0.005	-0.003
Si	-24.439	2.704	9.575	-0.001	-0.015	-0.007
Si	-27.152	5.435	9.566	-0.008	-0.015	-0.009
Si	-24.424	-8.149	9.554	-0.001	-0.013	-0.007
Si	-27.159	-5.437	9.573	-0.021	0.022	-0.003
Si	-24.435	-2.716	9.577	-0.003	0.005	0.002
Si	-21.737	0.008	9.543	-0.008	0	0.002
Si	-19.029	2.737	9.496	-0.011	0.015	-0.003
Si	-21.71	5.452	9.532	0.004	-0.006	-0.005
Si	-18.996	-8.131	9.502	0.001	-0.005	0
Si	-21.71	-5.41	9.529	0.001	-0.005	0.001
Si	-19.03	-2.702	9.488	0.002	-0.005	0.001
Si	-16.32	0.01	9.441	0.009	-0.002	-0.003
Si	-13.6	2.722	9.416	0.007	-0.002	-0.008
Si	-16.307	5.464	9.453	0.001	0.014	-0.004
Si	-13.594	-8.14	9.435	-0.005	0.001	0.004
Si	-16.309	-5.423	9.465	0.004	-0.001	0.007
Si	-13.604	-2.717	9.434	0.003	0.002	0.005
Si	-10.89	-0.021	9.422	0	0	-0.003
Si	-8.155	2.7	9.44	0	-0.015	0.007
Si	-10.887	5.428	9.418	0.006	-0.003	-0.002
Si	-8.159	8.139	9.429	0.004	-0.007	0.002
Si	-10.881	-5.437	9.423	0.003	0.006	0.004
Si	-8.187	-2.745	9.436	-0.002	0.002	0.003
Si	-5.457	-0.024	9.478	-0.003	0.005	0.003
Si	-2.722	2.695	9.51	0.001	0.005	-0.003
Si	-5.426	5.415	9.468	0	-0.003	0.002
Si	-2.735	8.122	9.514	-0.012	0.002	0.001
Si	-5.463	-5.481	9.469	-0.003	-0.01	-0.001
Si	-2.724	-2.753	9.505	0.011	-0.001	-0.004
Si	1.349	-1.384	10.907	0	-0.011	0.005
Si	4.073	1.343	10.939	-0.002	0.007	0.006
Si	1.347	4.057	10.933	0.007	0.001	0.011
Si	4.078	6.782	10.937	-0.011	-0.008	-0.004
Si	1.347	9.492	10.926	-0.001	-0.002	0.006
Si	4.061	-4.105	10.949	0	0.006	0.002
Si	6.786	-1.372	10.948	-0.001	-0.008	0.001
Si	9.505	1.365	10.935	-0.002	0.002	0.004
Si	6.796	4.081	10.927	-0.007	-0.004	-0.006
Si	9.503	-9.524	10.933	0.009	-0.009	0.002
Si	6.784	-6.818	10.954	-0.007	0.006	0.002
Si	9.508	-4.079	10.941	-0.001	0.011	0.004
Si	12.225	-1.355	10.917	0.002	0.002	0.006
Si	14.941	1.379	10.899	0.004	0.008	0
Si	12.219	4.086	10.926	-0.006	-0.007	0.002
Si	14.935	-9.503	10.894	0.001	0.002	-0.001
Si	12.218	-6.796	10.913	0.006	0.01	0
Si	14.948	-4.069	10.885	0.001	-0.008	-0.004
Si	17.662	-1.346	10.88	-0.006	-0.006	0.003
Si	20.388	1.374	10.858	-0.008	-0.005	0.002
Si	17.66	4.096	10.86	-0.005	-0.002	-0.005
Si	20.394	-9.502	10.85	0.006	0.007	0
Si	17.664	-6.784	10.875	0.001	-0.001	-0.002
Si	20.394	-4.059	10.865	0.009	0.006	0.003
Si	23.116	-1.348	10.844	0.004	-0.005	-0.007
Si	25.833	1.368	10.852	0.008	0.008	-0.005
Si	23.104	4.092	10.854	-0.002	-0.002	0
Si	25.838	-9.505	10.862	0	-0.007	0.003
Si	23.129	-6.784	10.84	0.004	0	-0.004
Si	25.847	-4.076	10.841	0.004	-0.002	-0.01
Si	28.571	-1.369	10.851	0.003	0.015	-0.012
Si	31.294	1.343	10.876	0.007	0.005	-0.007
Si	28.559	4.084	10.864	-0.006	-0.008	-0.001
Si	31.29	6.796	10.893	0.002	-0.013	0.006
Si	28.567	9.518	10.868	-0.003	-0.003	-0.001
Si	31.3	-4.089	10.886	0.011	0.012	0
Si	-31.249	-1.377	10.905	0.01	0	0.001
Si	-28.515	1.343	10.934	0.002	0	0.004
Si	-31.253	4.064	10.91	-0.003	-0.01	-0.003
Si	-28.513	-9.521	10.917	0.009	0.001	-0.005
Si	-31.253	-6.807	10.909	-0.003	-0.011	0.003
Si	-28.518	-4.092	10.935	-0.009	-0.008	0.006
Si	-25.788	-1.369	10.951	-0.011	-0.002	0.004
Si	-23.079	1.353	10.927	0.002	0.015	0.004
Si	-25.797	4.07	10.923	0	0.002	0.003
Si	-23.072	-9.519	10.899	-0.006	-0.003	0.002
Si	-25.784	-6.797	10.921	-0.002	-0.006	-0.003
Si	-23.065	-4.076	10.922	-0.006	-0.002	0.001
Si	-20.38	-1.363	10.883	-0.006	0.011	-0.002
Si	-17.673	1.358	10.828	-0.001	-0.008	-0.006
Si	-20.363	4.088	10.883	0.008	-0.002	0.01
Si	-17.649	-9.503	10.846	0.001	0.004	0.008
Si	-20.359	-6.783	10.875	0.004	0.003	0.003
Si	-17.672	-4.069	10.83	-0.005	-0.001	-0.005
Si	-14.961	-1.353	10.79	0.009	-0.003	-0.007
Si	-12.245	1.356	10.773	0.001	0.001	0.001
Si	-14.954	4.084	10.791	0.002	0	-0.003
Si	-12.237	-9.518	10.773	0.01	0.005	-0.01
Si	-14.956	-6.794	10.807	-0.003	0.003	-0.001
Si	-12.238	-4.077	10.786	-0.004	-0.003	-0.004
Si	-9.532	-1.377	10.797	0.003	-0.004	-0.001
Si	-6.804	1.348	10.82	0.003	0.009	0.002
Si	-9.523	4.07	10.771	-0.007	0.005	-0.007
Si	-6.796	6.785	10.799	0.001	0.008	-0.005
Si	-9.512	9.518	10.774	-0.002	-0.003	-0.006
Si	-6.817	-4.104	10.807	0.002	-0.003	0.001
Si	-4.086	-1.381	10.836	-0.018	0.001	-0.007
Si	-1.366	1.338	10.884	-0.007	-0.01	0
Si	-4.074	4.065	10.856	0.004	-0.002	0.001
Si	-1.379	6.771	10.9	0.004	0.014	0.003
Si	-4.103	9.49	10.844	-0.007	0.007	-0.002
Si	-1.369	-4.11	10.876	0.005	-0.009	0.001
Si	2.7	-0.031	12.281	0.002	-0.011	-0.003
Si	5.435	2.713	12.279	0.01	0.003	-0.008
Si	2.713	5.416	12.282	0.015	0.015	-0.001
Si	5.417	8.145	12.315	0.003	-0.003	-0.002
Si	2.699	10.843	12.304	-0.006	-0.007	0.002
Si	5.42	-2.741	12.307	-0.009	0	-0.001
Si	8.148	-0.006	12.298	-0.002	0	-0.001
Si	10.86	2.725	12.296	0.004	-0.008	0.002
Si	8.145	5.434	12.302	-0.003	-0.007	-0.001
Si	10.863	-8.159	12.287	-0.004	0.007	0.001
Si	8.141	-5.443	12.303	0.005	0.011	-0.004
Si	10.872	-2.718	12.293	0.01	-0.009	0.006
Si	13.58	0.015	12.269	0.002	-0.004	-0.004
Si	16.31	2.74	12.241	-0.001	0.003	-0.001
Si	13.58	5.458	12.271	0.003	-0.002	-0.003
Si	16.297	-8.138	12.247	-0.011	-0.001	-0.004
Si	13.588	-5.431	12.256	0.001	0.001	-0.008
Si	16.302	-2.704	12.25	0	0.002	0.001
Si	19.029	0.02	12.229	0.002	0.004	0.002
Si	21.743	2.738	12.222	0.004	0.005	0.004
Si	19.017	5.465	12.211	-0.003	-0.008	-0.007
Si	21.762	-8.135	12.202	0.003	0.002	-0.003
Si	19.025	-5.415	12.228	-0.003	-0.009	0.004
Si	21.761	-2.695	12.22	0.004	0.012	0.005
Si	24.474	0.008	12.213	-0.005	0	0.003
Si	27.196	2.728	12.215	0	0.011	0.002
Si	24.468	5.455	12.211	-0.006	0.003	-0.001
Si	27.201	-8.147	12.229	-0.005	-0.004	0.001
Si	24.482	-5.416	12.208	0.003	0.005	-0.005
Si	27.21	-2.721	12.213	-0.002	-0.013	-0.005
Si	29.923	-0.01	12.227	-0.008	-0.004	0.004
Si	32.66	2.697	12.25	0.003	-0.002	0.005
Si	29.923	5.438	12.237	-0.001	0.001	0.002
Si	32.657	8.159	12.256	0.011	0.007	0
Si	29.927	10.881	12.236	0.004	-0.007	0.001
Si	32.661	-2.73	12.251	0.003	0.003	0
Si	-29.883	-0.025	12.272	-0.011	-0.001	-0.001
Si	-27.145	2.706	12.289	-0.008	0.008	0
Si	-29.879	5.432	12.266	0.002	0.001	0.001
Si	-27.14	-8.168	12.278	-0.005	-0.003	0
Si	-29.883	-5.457	12.273	0.001	0.003	-0.003
Si	-27.153	-2.735	12.295	0	0.001	0
Si	-24.419	-0.01	12.304	-0.006	0.01	0.001
Si	-21.717	2.73	12.255	-0.01	0	-0.001
Si	-24.423	5.434	12.263	-0.006	-0.007	-0.003
Si	-21.719	-8.144	12.24	-0.001	-0.01	-0.002
Si	-24.419	-5.442	12.285	-0.004	0.006	0
Si	-21.713	-2.713	12.288	0.003	-0.001	0.001
Si	-19.028	0.016	12.218	-0.006	-0.008	0.002
Si	-16.313	2.73	12.163	-0.007	0.003	-0.001
Si	-19.006	5.461	12.217	0.001	0.004	0.001
Si	-16.309	-8.127	12.199	0.017	-0.005	0.004
Si	-19.01	-5.414	12.226	0.006	0.006	0.002
Si	-16.325	-2.69	12.163	0.002	-0.002	-0.002
Si	-13.597	-0.003	12.139	-0.019	0.001	-0.002
Si	-10.886	2.724	12.123	0.02	-0.002	0.002
Si	-13.608	5.463	12.14	0.014	-0.001	0.003
Si	-10.869	-8.164	12.117	0.002	0.004	-0.001
Si	-13.599	-5.427	12.142	0.009	-0.003	0
Si	-10.88	-2.737	12.164	-0.015	0.002	0.002
Si	-8.165	-0.018	12.157	0.006	0.002	0.008
Si	-5.432	2.686	12.188	-0.009	-0.002	0.003
Si	-8.156	5.414	12.131	-0.006	-0.012	-0.004
Si	-5.45	8.122	12.195	0.001	-0.007	-0.002
Si	-8.156	10.847	12.171	-0.002	0.005	0.006
Si	-5.443	-2.753	12.167	0.011	0.006	-0.004
Si	-2.719	-0.048	12.219	0.003	-0.001	-0.001
Si	-0.025	2.686	12.275	0.013	-0.006	0.011
Si	-2.732	5.403	12.261	-0.005	-0.011	0.005
Si	-0.021	8.124	12.266	-0.002	-0.002	0.006
Si	-2.738	-5.478	12.205	-0.007	-0.005	-0.003
Si	-0.007	-2.764	12.247	-0.004	0.017	0
Si	1.321	1.308	13.636	0.006	0.002	0.009
Si	4.066	4.051	13.639	-0.006	-0.01	-0.003
Si	1.341	6.763	13.629	0.011	-0.011	0
Si	4.045	9.486	13.689	-0.002	-0.001	0.008
Si	1.323	-4.118	13.645	-0.003	0	0.006
Si	4.045	-1.389	13.658	0.002	-0.003	0.014
Si	6.779	1.356	13.647	-0.011	0.005	0
Si	9.495	4.07	13.671	0.004	-0.008	0.005
Si	6.776	6.782	13.667	-0.007	0	0.002
Si	9.5	-6.808	13.655	-0.002	0.005	0.001
Si	6.769	-4.105	13.677	-0.007	-0.006	0
Si	9.504	-1.371	13.66	-0.006	0.005	0.011
Si	12.21	1.353	13.648	-0.005	0.008	0.003
Si	14.95	4.092	13.609	0.009	-0.008	0.002
Si	12.217	-9.519	13.655	0.005	-0.004	0.009
Si	14.93	-6.796	13.625	-0.006	0.018	-0.003
Si	12.239	-4.085	13.64	0.015	-0.015	0.005
Si	14.94	-1.349	13.622	-0.004	0	0
Si	17.666	1.375	13.598	0.004	-0.009	0.006
Si	20.366	4.103	13.57	-0.011	0.014	-0.001
Si	17.664	-9.499	13.593	-0.007	0.005	0.003
Si	20.408	-6.769	13.567	0.015	-0.015	0.001
Si	17.662	-4.065	13.609	-0.002	0.009	0.013
Si	20.401	-1.334	13.582	0.004	-0.007	0.001
Si	23.114	1.374	13.574	-0.005	0.001	0.006
Si	25.838	4.1	13.566	-0.001	-0.005	-0.007
Si	23.116	-9.491	13.568	0.009	-0.006	0.005
Si	25.849	-6.758	13.575	-0.005	-0.003	0.001
Si	23.134	-4.047	13.578	0.006	-0.009	0.004
Si	25.847	-1.354	13.566	0.013	0.004	-0.005
Si	28.563	1.37	13.573	-0.009	0.015	-0.002
Si	31.295	4.075	13.588	0.003	-0.006	-0.002
Si	28.57	-9.501	13.588	0.004	-0.006	0.004
Si	31.296	9.536	13.602	-0.004	-0.001	0.003
Si	28.574	-4.062	13.594	0.002	0.011	-0.002
Si	31.288	-1.365	13.593	0.011	0.004	-0.003
Si	34.028	1.339	13.613	0.02	-0.002	0
Si	-28.506	4.076	13.632	0.004	-0.004	0.012
Si	34.037	6.808	13.609	-0.011	0.004	0.004
Si	-28.508	-6.81	13.629	0	0	0.003
Si	34.033	-4.082	13.607	0.001	0	-0.005
Si	-28.521	-1.375	13.644	-0.008	0.004	0
Si	-25.772	1.355	13.657	0.001	-0.002	0.009
Si	-23.064	4.082	13.628	0.002	0	0.002
Si	-25.76	-9.524	13.632	0.008	-0.014	0.001
Si	-23.052	-6.8	13.644	-0.002	-0.012	0.013
Si	-25.776	-4.084	13.647	-0.022	0.009	0
Si	-23.058	-1.361	13.677	-0.006	0.001	0.016
Si	-20.373	1.364	13.608	-0.011	0.021	0.004
Si	-17.657	4.083	13.554	0.017	-0.017	0.011
Si	-20.367	-9.509	13.586	0.002	0.003	0.004
Si	-17.659	-6.765	13.582	-0.018	0.013	0.003
Si	-20.343	-4.078	13.636	0.01	-0.019	0.001
Si	-17.68	-1.355	13.559	0.004	0.005	0.004
Si	-14.963	1.347	13.496	0.026	-0.01	-0.006
Si	-12.241	4.1	13.471	-0.016	0.009	-0.004
Si	-14.956	-9.502	13.529	-0.012	0.016	0.006
Si	-12.233	-6.806	13.463	0.007	-0.005	-0.002
Si	-14.966	-4.06	13.487	-0.003	0.005	-0.004
Si	-12.243	-1.361	13.502	0.01	0	0.003
Si	-9.527	1.371	13.48	-0.023	0.01	-0.002
Si	-6.803	4.061	13.506	0.012	0.004	-0.004
Si	-9.503	-9.524	13.462	0	0.002	-0.007
Si	-6.796	9.486	13.549	0.013	-0.013	0.004
Si	-9.516	-4.109	13.518	0.012	-0.007	0.008
Si	-6.79	-1.381	13.508	-0.007	0	-0.01
Si	-4.075	1.321	13.557	0.003	-0.004	-0.001
Si	-1.382	4.04	13.646	-0.012	0.01	0.016
Si	-4.114	6.772	13.592	-0.02	0.016	-0.001
Si	-1.406	9.483	13.592	-0.008	0.027	-0.001
Si	-4.081	-4.1	13.544	-0.012	0.002	-0.004
Si	-1.373	-1.421	13.595	0.008	-0.021	-0.001
Si	-0.041	-0.078	14.984	-0.006	-0.013	0
Si	2.693	2.678	14.968	0.006	0	0
Si	0.002	5.399	14.999	0.017	0.007	0.008
Si	2.664	8.109	15.031	-0.006	0.007	0.001
Si	-0.075	-5.481	14.974	-0.002	-0.019	0.001
Si	2.685	-2.767	15.016	0.003	0.017	0.004
Si	5.402	0.003	14.993	-0.004	0	-0.014
Si	8.136	2.692	15.031	-0.019	-0.007	-0.001
Si	5.414	5.404	15.015	0.007	0.005	0.005
Si	8.125	8.16	15.019	0.01	0.001	0.004
Si	5.405	10.851	15.054	0.004	0.01	-0.006
Si	8.138	-2.737	15.019	0.005	-0.006	0.002
Si	10.848	-0.005	15.034	0.012	0.004	0.007
Si	13.585	2.731	14.967	0.009	0	-0.005
Si	10.847	5.446	15.024	-0.009	0.001	-0.003
Si	13.583	-8.159	15.016	-0.001	-0.005	0.001
Si	10.891	-5.465	14.999	0	0.01	-0.008
Si	13.581	-2.703	15	0.004	0.012	0.005
Si	16.307	0.016	14.968	-0.001	0.007	-0.005
Si	19.016	2.748	14.954	-0.001	0.007	0.002
Si	16.305	5.458	14.967	-0.005	0.005	0.003
Si	19.042	-8.123	14.922	-0.007	0.009	-0.007
Si	16.278	-5.419	14.972	-0.007	-0.023	0.002
Si	19.046	-2.694	14.944	0.004	-0.002	0.006
Si	21.752	0.03	14.953	0.004	0.006	0.003
Si	24.487	2.734	14.922	0.005	0.01	0.004
Si	21.723	5.479	14.907	-0.005	-0.004	-0.005
Si	24.481	-8.113	14.917	0.001	-0.005	0.001
Si	21.764	-5.399	14.929	-0.007	0.001	0.001
Si	24.497	-2.692	14.955	-0.002	0.001	0.006
Si	27.207	0.005	14.924	-0.004	0.003	0.002
Si	29.929	2.72	14.942	0	-0.01	0.004
Si	27.198	5.459	14.927	-0.004	0.007	0.005
Si	29.923	-8.128	14.954	-0.005	0.002	0.002
Si	27.202	-5.398	14.957	-0.008	-0.009	0.001
Si	29.94	-2.714	14.971	-0.002	-0.001	0
Si	32.65	-0.018	14.958	-0.005	-0.002	0.002
Si	35.403	2.697	14.963	-0.012	0	0.001
Si	32.656	5.45	14.938	0.009	-0.008	0.003
Si	35.403	8.16	14.984	0.006	-0.002	0.008
Si	32.662	10.902	14.96	0.011	0.01	-0.001
Si	35.391	-2.745	14.989	-0.005	-0.005	0.004
Si	-27.138	-0.023	14.991	-0.005	-0.004	-0.001
Si	-24.384	2.707	15.012	-0.007	0.015	0.001
Si	-27.11	5.426	14.983	0	0	0
Si	-24.391	-8.179	15.01	-0.002	-0.004	0.005
Si	-27.135	-5.457	14.987	0.006	0	-0.003
Si	-24.416	-2.741	15.03	-0.002	-0.013	0.004
Si	-21.688	0.013	15.029	0.005	0.003	0.004
Si	-19.021	2.745	14.939	0.01	0	-0.009
Si	-21.707	5.455	14.974	0.004	0	-0.006
Si	-19.032	-8.128	14.931	0.002	-0.005	0.002
Si	-21.68	-5.45	15.012	-0.003	0.015	0.005
Si	-18.991	-2.7	14.988	-0.01	0.011	0.007
Si	-16.327	0.017	14.886	0.011	0.01	0.006
Si	-13.606	2.732	14.802	-0.003	-0.004	0.007
Si	-16.316	5.464	14.898	0.001	0.007	0.006
Si	-13.59	-8.119	14.849	0.002	-0.005	0
Si	-16.303	-5.364	14.907	0.008	0.004	0.008
Si	-13.619	-2.72	14.842	0	-0.012	0.004
Si	-10.886	0.027	14.83	0.002	-0.003	0.006
Si	-8.155	2.704	14.847	-0.003	-0.003	0.003
Si	-10.876	5.472	14.807	0.004	0.007	0.004
Si	-8.155	-8.225	14.878	0.011	0.006	0.015
Si	-10.877	-5.499	14.847	-0.013	-0.014	0.01
Si	-8.14	-2.739	14.853	0.019	-0.005	0.008
Si	-5.412	-0.065	14.894	0	-0.008	0.005
Si	-2.758	2.654	14.98	0	-0.015	0.014
Si	-5.489	5.397	14.923	-0.002	-0.005	0
Si	-2.756	8.127	14.96	0	0.002	0.006
Si	-5.418	-5.465	14.889	0.018	0.013	0.001
Si	-2.717	-2.795	14.955	-0.001	0.002	0.003
O	1.185	-1.908	23.403	0.515	-0.094	0.29
O	1.625	6.844	24.545	-0.045	-0.129	0.124
O	2.681	-0.205	22.175	-0.004	0.176	0.401
O	3.948	1.579	23.441	0.231	0.323	0.129
O	0.668	3.622	23.005	-0.037	-0.011	0.429
O	3.306	2.639	25.782	-0.347	-0.029	0.294
O	9.08	-7.897	-5.524	0.17	0.286	0.318
O	0.27	-7.758	23.029	-0.327	0.386	0.1
O	2.585	-6.739	22.882	0.008	0.019	0.179
O	3.945	-4.604	22.8	-0.303	0.251	0.567
O	7.96	-0.697	-7.047	-0.297	-0.483	-0.041
O	6.895	-0.871	23.145	-0.019	0.036	0.282
O	10.27	0.414	-6.556	-0.06	0.179	0.194
O	10.997	3.319	25.697	-0.143	-0.195	-0.098
O	6.966	3.433	23.231	-0.338	-0.395	0.014
O	8.2	5.464	22.285	0.133	-0.239	0.28
O	11.731	-6.535	-1.248	-0.068	0.361	-0.099
O	-1.071	3.787	-3.185	0.204	-0.036	0.068
O	7.631	-5.631	21.989	0.074	0.149	0.256
O	12.155	-2.037	23.08	-0.318	-0.309	0.227
O	12.064	2.322	-6.599	-0.381	0.652	0.095
O	12.558	-0.602	25.211	-0.588	0.043	-0.192
O	21.049	-5.33	-6.846	-0.005	-0.564	-0.276
O	14.556	1.633	-6.632	0.833	0.234	-0.243
O	12.349	-7.367	22.973	0.115	-0.485	-0.104
O	15.583	-3.766	22.987	0.047	-0.276	0.328
O	17.163	-1.641	23.104	0.268	-0.259	0.543
O	18.99	0.086	22.214	0.092	0.103	0.042
O	13.052	2.595	-3.464	0.298	0.031	-0.518
O	25.91	4.516	-5.171	0.358	0.146	-0.03
O	20.431	6.516	23.198	0.456	-0.304	0.588
O	20.012	-3.881	23.305	-0.666	0.018	0.127
O	25.185	-7.064	23.958	-0.226	0.045	0.069
O	21.882	-8.02	22.135	0.097	0.006	0.328
O	18.137	7.086	24.347	0.146	-0.233	0.03
O	25.011	-0.084	25.056	0.427	-0.601	0.004
O	18.114	-0.732	-6.313	-0.036	-0.14	0.607
O	21.407	3.156	25.207	0.437	-0.117	-0.083
O	25.307	1.225	22.885	0.231	0.173	0.264
O	22.689	3.68	22.954	0.282	0.299	-0.004
O	24.466	5.467	22.12	-0.182	-0.084	0.185
O	26.331	7.187	22.811	0.499	0.034	0.154
O	29.776	-7.487	24.89	0.405	0.391	-0.036
O	23.282	-5.857	22.777	-0.402	0.435	0.06
O	21.702	-3.887	25.335	0.089	0.093	0.059
O	-30.713	-6.633	22.992	0.197	-0.324	0.485
O	31.328	1.509	23.248	-0.069	-0.489	0.057
O	-32.485	2.929	21.879	-0.155	-0.095	0.592
O	27.19	2.86	22.111	-0.087	-0.09	0.366
O	28.594	5.069	22.709	-0.233	0.307	0.274
O	25.939	5.081	-2.685	-0.341	0.236	0.024
O	28.033	-6.6	23.07	-0.345	0.114	0.138
O	28.056	-6.777	-1.591	-0.545	0.491	-0.172
O	31.873	-4.199	23.38	-0.265	-0.168	0.437
O	-32.616	8.056	22.207	0.265	0.217	0.192
O	-32.044	-1.393	23.09	-0.386	-0.219	0.265
O	-28.083	1.634	22.909	0.259	-0.382	0.534
O	-29.493	7.687	26.038	0.414	-0.145	-0.357
O	-30.719	4.603	22.715	0.068	0.136	0.436
O	-28.801	6.303	23.077	0.197	0.306	0.465
O	-27.255	8.108	22.08	0.12	-0.109	0.484
O	31.03	6.081	22.97	0.281	-0.245	0.187
O	-27.209	-2.798	22.11	-0.209	-0.023	0.211
O	-31.168	0.647	-5.682	0.034	-0.554	0.046
O	-22.975	-4.484	23.294	-0.666	-0.32	0.355
O	-15.873	3.211	22.185	-0.091	-0.108	0.398
O	-24.535	-0.335	25.184	-0.218	0.223	0.433
O	-21.672	2.67	22.163	-0.077	-0.04	0.356
O	-22.961	6.884	23.6	0.011	-0.076	0.224
O	-19.539	5.793	-4.533	-0.002	0.135	-0.134
O	-21.284	-5.597	25.072	0	0.143	0.514
O	-21.38	8.078	25.362	0.264	-0.37	0.458
O	-23.817	-7.421	25.02	0.172	0.208	-0.142
O	-21.696	-2.67	21.963	-0.152	0.045	0.223
O	-19.82	3.908	23.402	-0.13	0.55	0.344
O	-21.188	-3.05	24.626	0.177	-0.331	-0.046
O	-23.204	1.603	-5.641	-0.363	-0.474	-0.149
O	-17.567	6.46	23.221	-0.125	0.166	0.032
O	-19.086	-6.978	25.567	0.043	0.435	-0.09
O	-18.82	-5.369	22.204	0.08	0.339	0.146
O	-16.85	-3.787	22.953	0.471	0.365	-0.021
O	-11.195	-4.574	-6.658	0.061	-0.246	0.428
O	-22.001	2.639	-3.554	0.498	-0.017	0.376
O	-13.225	0.299	22.042	0.13	-0.096	0.457
O	-11.257	2.251	22.086	-0.288	0.159	0.508
O	-12.591	1.07	-6.002	0.115	-0.347	-0.427
O	-13.807	5.224	22.152	-0.124	0.003	0.616
O	-10.789	6.487	25.817	0.036	0.125	-0.157
O	-13.539	-6.717	22.605	-0.122	0.421	0.123
O	-15.925	-8.084	22.244	0.096	0.189	0.661
O	-15.176	1.303	-5.605	-0.202	0.641	0.215
O	-8.46	-0.307	22.058	-0.058	-0.022	0.587
O	-10.102	-0.921	26.193	-0.406	0.117	-0.041
O	-4.64	-2.603	-4.624	-0.747	0.023	0.398
O	-6.762	1.529	23.082	-0.013	-0.277	0.631
O	-5.684	-2.938	25.083	0.12	0.408	0.293
O	-7.474	5.919	22.398	-0.485	-0.57	-0.202
O	-3.336	6.825	25.409	0	0.417	-0.542
O	-8.435	-5.474	22.159	0.014	0.042	0.517
O	-2.056	-5.44	22.942	0.41	-0.769	-0.072
O	-4.77	-1.722	22.99	-0.111	0.14	0.563
O	-4.727	2.591	24.454	0.51	-0.355	-0.075
O	-1.016	1.62	23.183	-0.23	-0.133	0.499
O	-5.252	3.516	22.181	-0.13	0.125	-0.13
O	-4.779	4.762	26.076	-0.277	-0.099	0.427
O	-0.395	3.023	25.345	0.149	0.135	0.24
O	-5.724	7.922	22.012	-0.311	-0.195	0.254
O	-1.029	-3.118	23.294	-0.584	0.167	0.333
O	-1.04	0.897	-5.833	0.208	0.114	0.25
O	3.646	4.616	-2.485	-0.043	0.367	-0.145
O	11.717	-8.141	-5.967	0.256	0.199	-0.414
O	-2.972	5.185	22.191	0.227	-0.236	0.316
O	10.617	3.867	-3.28	-0.015	0.156	0.326
O	-18.555	-1.851	-5.997	-0.061	-0.34	-0.061
O	2.956	-5.205	-4.413	-0.457	0.021	0.104
O	1.638	-1.902	-1.071	-0.243	0.062	-0.319
O	10.159	-2.231	-5.575	0.148	0.133	-0.039
O	-21.969	5.288	-3.34	-0.297	0.116	0.259
O	19.275	-2.734	-3.438	-0.153	0.275	-0.314
O	15.996	-7.768	24.679	-0.244	0.389	0.242
O	13.469	7.94	25.129	-0.254	-0.227	0.375
O	9.813	3.689	-5.904	0.117	-0.162	-0.097
O	-25.07	-2.239	-6.371	0.418	-0.36	0.282
O	-8.09	6.491	-4.07	-0.545	-0.06	0.449
O	-27.269	-5.634	-3.272	0.021	-0.257	-0.488
O	13.397	-8.091	-0.085	0.066	0.066	-0.254
O	-20.468	-1.186	-1.711	-0.176	0.204	-0.157
O	-14.942	-1.396	-1.612	-0.011	0.433	-0.152
O	-0.339	6.189	-3.924	0.235	0.162	-0.453
O	16.377	-8.154	21.885	-0.103	0.111	0.448
O	-15.013	-1.285	23.043	-0.423	-0.397	-0.098
O	-16.27	-5.841	-7.061	0.36	-0.337	0.276
O	-20.013	-1.146	23.202	0.664	0.616	0.296
O	13.689	-5.376	22.041	-0.081	0.055	0.275
O	8.486	-7.249	24.543	-0.746	-0.259	-0.321
O	-17.6	-5.086	-1.076	-0.153	-0.522	-0.041
O	27.178	-5.549	-6.291	-0.703	0.027	0.451
O	24.112	-1.497	-7.17	0.124	0.084	-0.571
O	16.965	2.868	22.436	0.119	-0.277	-0.107
O	20.922	5.644	-6.248	-0.363	0.038	0.065
O	22.07	4.526	-1.199	-0.601	-0.421	-0.151
O	0.084	-0.108	-0.18	0.099	0.239	-0.472
O	18.239	-7.158	25.93	-0.248	0.131	0.342
O	25.564	-4.561	23.054	0.216	0.022	0.155
O	29.266	-4.11	-5.629	0.111	-0.092	-0.058
O	27.226	-2.654	22.286	0.211	0.208	0.299
O	6.746	3.909	-5.616	0.425	0.041	-0.498
O	12.43	3.969	23.522	0.419	0.143	0.11
O	5.772	-1.027	-5.625	-0.142	-0.184	0.504
O	28.738	-4.227	-2.975	0.185	-0.494	0.05
O	16.414	5.533	-6.788	0.195	0.35	-0.085
O	-2.85	3.006	26.226	-0.017	-0.307	-0.147
O	32.05	-7.822	-4.952	-0.067	-0.36	0.298
O	24.349	-8.032	-6.262	-0.032	0.371	-0.301
O	2.084	-6.574	-1.096	0.531	0.411	-0.536
O	29.673	7.954	-2.946	0.226	-0.33	-0.558
O	-19.138	2.108	-5.928	-0.387	-0.014	-0.122
O	-7.874	1.808	-6.292	0.355	-0.456	-0.075
O	20.505	0.406	-5.966	0.095	0.605	-0.115
O	20.665	1.952	23.016	-0.295	0.214	0.357
O	27.934	-0.404	-5.544	0.227	-0.069	0.348
O	31.356	6.408	-1.486	0.366	-0.355	-0.645
O	10.023	-6.193	-3.129	-0.126	-0.15	-0.348
O	-27.449	-2.017	-5.13	-0.1	-0.429	-0.45
O	-27.74	-5.475	-6.375	-0.194	0.609	0.516
O	31.403	7.273	26.152	0.165	0.339	-0.547
O	31.214	-3.194	-1.321	-0.636	-0.091	0.087
O	23.409	5.121	-5.689	0.031	-0.149	-0.164
O	28.022	-5.55	25.563	0.189	0.239	-0.282
O	-31.536	-0.978	-1.051	0.026	0.261	0.015
O	-29.952	0.01	22.176	-0.191	-0.088	0.649
O	-30.227	2.989	-0.289	0.119	0.104	-0.41
O	-24.493	5.355	22.209	-0.287	-0.058	0.13
O	-22.88	4.196	-5.462	0.118	0.657	-0.032
O	-6.745	-7.603	-4.6	-0.036	-0.077	0.74
O	-30.408	-5.253	-6.679	0.122	-0.288	0.566
O	-26.355	3.654	22.786	0.144	0.035	0.137
O	-25.565	-6.662	23.199	0.466	0.353	0.205
O	-28.721	-4.815	22.896	0.418	-0.244	0.455
O	30.013	3.05	-3.409	0.442	-0.107	0.449
O	-2.77	-8.142	-0.347	-0.152	-0.036	-0.555
O	20.714	-2.045	-5.432	0.402	-0.055	-0.389
O	-23.313	0.992	23.247	-0.453	-0.134	0.086
O	-8.111	8.123	-0.169	-0.016	-0.035	-0.271
O	-6.037	-5.466	-5.799	0.614	0.025	-0.229
O	-18.041	4.301	-2.963	0.629	0.042	0.068
O	25.451	-1.139	-4.96	-0.34	-0.389	0.456
O	9.866	7.33	23.182	0.203	-0.04	0.078
O	-27.204	4.898	-6.847	-0.29	0.267	-0.117
O	-18.305	-6.573	-5.695	-0.606	0.087	-0.043
O	3.233	-3.998	-1.113	-0.098	-0.486	-0.27
O	-32.229	4.928	-0.307	0.005	-0.06	-0.39
O	-23.313	6.588	26.317	0.029	-0.42	-0.168
O	-20.929	0.569	-4.701	0.159	-0.641	-0.028
O	-31.908	-3.076	-2.874	0.253	-0.026	0.148
O	32.374	-5.373	-5.884	-0.523	-0.096	-0.447
O	16.09	-7.659	-3.818	0.146	-0.064	-0.641
O	13.398	0.001	21.993	-0.385	0.277	0.332
O	-16.836	6.224	-4.215	0.155	0.268	0.236
O	3.851	1.433	-5.502	0.297	0.02	-0.254
O	-10.079	-3.452	-4.596	-0.883	0.177	0.256
O	3.115	-7.606	-3.277	0.082	-0.17	-0.246
O	15.515	3.885	24.366	0.114	0.415	-0.491
O	17.22	-6.956	-1.477	0.148	0.571	-0.466
O	-16.126	-5.346	25.005	0.145	-0.641	-0.524
O	-25.827	3.915	-1.214	-0.101	0.419	-0.433
O	-12.123	-7.016	24.761	0.228	-0.078	0.402
O	-15.714	5.976	25.08	0.31	0.039	-0.218
O	-31.521	0.646	-3.047	0.521	0.169	0.025
O	-16.84	2.47	-7.276	0.148	0.247	-0.54
O	-18.069	6.912	-1.484	0.133	-0.011	-0.39
O	-16.145	5.19	-0.499	0.152	-0.016	0.043
O	-14.055	4.089	25.933	-0.12	-0.175	-0.432
O	-13.578	0.445	-3.662	-0.275	-0.457	0.408
O	-28.463	-4.804	-1.172	0.104	-0.574	0.046
O	-15.457	-2.901	24.994	-0.081	-0.341	0.43
O	-8.578	-4.617	-6.443	0.081	-0.64	-0.548
O	1.564	-3.589	-5.953	0.037	-0.324	-0.262
O	-1.84	-8.007	-3.433	-0.303	0.369	0.126
O	-6.956	3.992	24.116	-0.318	-0.105	0.676
O	-2.579	-3.316	-3.24	0.383	0.102	-0.441
O	-17.764	4.298	-5.664	0.28	0.165	-0.14
O	-13.062	-3.111	-1.288	0.376	0.191	-0.445
O	-22.014	0.305	-0.438	-0.136	-0.097	-0.671
O	5.098	6.313	-1.164	0.361	0.173	0.05
O	28.341	3.514	-1.314	-0.629	-0.291	-0.037
O	-3.213	-2.18	-6.778	0.251	0.368	-0.248
O	-23.056	-6.919	-5.186	0.381	0.13	0.167
O	23.159	-7.035	-1.476	-0.331	0.397	-0.609
O	-12.32	7.284	22.984	0.292	-0.159	0.6
O	-4.234	6.02	-2.766	0.459	0.127	0.143
O	-6.404	-4.513	-1.33	-0.399	0.099	-0.3
O	-3.847	-4.06	-1.065	-0.007	-0.032	0.676
O	-20.906	-3.598	-2.782	0.08	-0.507	-0.57
O	-2.868	-0.029	22.245	0.047	0.191	0.553
O	5.177	-5.975	-3.167	0.073	0.654	0.111
O	-1.392	5.212	26.359	0.3	0.053	0.117
O	-3.127	6.715	-5.052	0.305	-0.006	-0.435
O	8.386	3.322	25.561	-0.104	0.012	-0.093
O	26.56	-3.784	-1.534	0.04	-0.252	-0.261
O	-5.753	6.356	24.328	-0.098	0.315	-0.095
O	25.232	7.8	-1.078	0.007	0.429	-0.086
O	-5.144	4.717	-0.639	-0.643	0.3	0.079
O	-0.91	-3.577	-6.815	0.006	-0.434	-0.093
O	-26.025	1.684	-2.581	0.134	-0.159	-0.615
O	2.987	2.235	-3.152	-0.139	-0.381	-0.036
O	10.687	1.636	-4.463	-0.169	-0.329	0.148
O	-14.092	-6.433	26.369	0.067	-0.389	0.397
O	31.09	-0.835	24.664	0.094	-0.007	-0.032
O	-29.384	7.737	-0.256	0.095	-0.161	-0.753
O	8.17	2.683	-0.547	-0.069	-0.276	-0.562
O	21.631	-5.363	-0.357	0.074	0.103	-0.475
O	23.137	-3.846	-6.297	0.345	0.153	0.359
O	-20.491	7.305	-2.692	-0.272	-0.074	0.117
O	9.69	-4.545	-1.183	0.591	-0.363	-0.095
O	12.802	5.127	-3.485	-0.11	0.439	0.242
O	-14.162	-1.112	-5.754	0.137	-0.195	-0.428
O	-3.19	-0.42	-4.886	-0.268	-0.299	0.578
O	27.99	-6.842	-4.31	-0.26	0.627	0.034
O	21.884	-2.599	22.14	0.172	-0.137	0.348
O	-6.879	1.969	-1.278	0.323	0.147	-0.502
O	-26.893	6.221	-4.714	0.152	-0.276	0.633
O	27.237	6.122	-0.755	0.168	-0.474	0.279
O	-16.556	0.268	-0.545	-0.236	0.146	-0.532
O	20.821	0.977	-1.196	-0.113	-0.154	-0.381
O	-0.77	7.594	25.391	-0.166	0.346	0.091
O	-3.388	1.945	-5.916	0.073	0.24	-0.314
O	-27.643	-2.952	-2.755	0.569	0.076	0.451
O	-18.696	-2.326	-3.359	0.087	-0.149	-0.126
O	31.925	1.66	-4.6	0.026	-0.519	0.087
O	30.226	2.55	-0.065	-0.074	0.048	-0.495
O	19.078	-8.105	-0.239	0.083	0.052	-0.236
O	-16.164	-7.614	-4.577	0.071	0.324	-0.375
O	23.08	1.152	-2.51	-0.117	0.191	-0.567
O	3.451	-0.842	-6.807	-0.446	-0.111	-0.414
O	-5.015	3.749	-6.809	-0.487	-0.27	-0.337
O	-25.134	-5.423	-5.715	-0.193	0.655	-0.091
O	-8.795	-1.617	-3.234	0.577	0.208	-0.283
O	14.224	-3.476	-6.384	-0.368	0.315	0.42
O	-15.481	-3.926	-1.939	-0.164	0.207	-0.167
O	28.872	-0.761	23.265	-0.033	0.145	0.136
O	-23.891	2.126	-1.085	-0.125	0.072	-0.3
O	-25.363	-2.795	24.821	-0.134	-0.438	-0.451
O	19.716	-3.787	-1.163	-0.008	0.093	-0.254
O	30.947	-3.153	-3.94	0.179	0.258	-0.407
O	-25.453	-5.328	25.374	-0.488	0.187	-0.05
O	-28.999	0.355	-7.198	-0.235	-0.309	-0.151
O	-13.565	-7.789	-1.162	0.22	0.178	0.298
O	-16.409	-1.717	-4.433	0.122	0.125	0.538
O	-10.584	-2.307	21.906	0.204	-0.142	0.404
O	-11.041	-0.11	-3.327	0.012	-0.406	-0.611
O	25.619	1.176	-1.568	0.149	-0.379	-0.547
O	24.731	2.878	-3.404	-0.461	-0.166	-0.33
O	15.309	5.503	-2.925	-0.229	-0.068	0.479
O	-26.426	0.03	-6.236	0.315	0.335	0.044
O	17.948	-1.857	-1.309	0.431	0.315	-0.357
O	24.598	0.988	-6.206	-0.125	0.19	0.466
O	30.016	-5.422	22.099	0.042	-0.14	0.233
O	-17.844	2.143	23.422	0.281	-0.552	0.166
O	-26.144	-8.098	-3.377	-0.441	-0.595	0.386
O	11.828	-8.147	-3.367	-0.075	-0.087	0.049
O	27.374	-0.104	-0.337	0.162	0.262	-0.447
O	-7.435	-3.615	-4.362	0.479	0.079	0.218
O	14.555	1.58	-1.506	-0.18	0.563	-0.165
O	-27.382	2.317	-6.858	-0.502	0.143	0.515
O	22.873	-0.558	-5.089	0.151	0.132	0.476
O	-22.987	-2.13	-3.354	0.101	0.141	-0.678
O	27.355	-2.151	-3.593	-0.206	0.364	0.059
O	27.073	-2.839	-6.169	-0.136	0.164	-0.522
O	-11.819	2.378	-3.9	0.091	0.547	0.177
O	-8.12	2.227	-3.648	-0.357	0.076	-0.28
O	11.008	-7.422	25.111	-0.141	0.076	0.269
O	-25.277	-1.039	-4.079	-0.078	0.237	0.078
O	13.158	-5.802	24.945	0.465	0.018	-0.393
O	-9.507	1.597	25.343	0.352	-0.172	0.04
O	-25.035	3.34	-6.512	-0.163	0.118	0.111
O	-20.381	-7.194	23.205	0.187	-0.505	0.19
O	-19.603	-1.433	25.803	0.106	0.536	0.426
O	23.15	6.697	-2.101	0.164	-0.143	0.212
O	-30.862	-6.962	-1.455	0.362	0.046	-0.6
O	-24.163	7.847	-0.398	-0.039	-0.094	-0.29
O	-23.241	-4.037	-1.599	-0.514	0.236	-0.144
O	-6.709	-3.57	22.805	-0.189	0.295	0.446
O	-9.778	-2.218	-6.733	-0.287	0.146	0.231
O	12.754	0.063	-5.542	-0.236	-0.733	0.381
O	28.639	-2.154	-1.299	0.71	0.177	-0.314
O	-17.805	4.456	24.908	-0.04	-0.211	0.316
O	-10.69	5.281	-0.492	0.025	0.061	0.002
O	-18.102	2.399	-1.085	-0.119	0.201	-0.279
O	-23.26	0.38	-3.288	-0.148	0.47	0.442
O	6.487	-0.944	-1.461	0.142	0.08	-0.616
O	-18.455	-7.492	-3.244	-0.248	0.178	-0.366
O	25.133	6.856	25.121	-0.401	-0.069	-0.479
O	-11.701	6.224	-6.293	-0.074	0.004	0.749
O	-12.618	3.75	-6.073	-0.612	0.239	0.066
O	-5.283	-7.757	-6.907	-0.209	-0.172	-0.28
O	-19.143	-3.094	-0.824	-0.027	0.227	0.059
O	-11.06	-5.829	-3.486	-0.1	0.257	-0.166
O	-8.345	7.728	-6.357	-0.008	-0.049	-0.155
O	9.576	6.861	25.723	-0.238	-0.467	-0.111
O	15.434	-3.242	-3.981	-0.142	0.554	0.001
O	4.089	-1.779	-1.932	0.275	-0.178	-0.272
O	5.744	3.574	25.44	-0.003	0.304	0.346
O	-9.169	-4.193	-2.395	0.387	0.088	0.301
O	-9.419	-7.661	-4.127	0.314	0.351	0.355
O	-8.101	-2.449	25.808	0.139	0.389	-0.171
O	2.151	-2.985	-3.362	-0.665	0.239	-0.054
O	-7.59	4.179	-5.245	-0.079	0.37	-0.458
O	-4.681	-4.897	-3.367	-0.24	-0.387	-0.411
O	30.246	3.784	24.123	-0.161	0.039	0.238
O	8.11	-2.68	-0.365	-0.094	-0.128	-0.43
O	9.859	-2.964	25.579	0.396	0.058	-0.65
O	29.316	-7.234	-6.556	0.435	-0.244	0.34
O	5.308	-6.953	22.557	-0.056	-0.607	0.266
O	-15.132	-0.369	25.512	0.283	0.363	-0.081
O	13.695	-6.86	-4.769	-0.216	0.204	-0.305
O	-32.185	-5.869	-3.428	0.552	0.348	-0.195
O	31.82	-7.375	-1.825	0.067	0.044	-0.001
O	11.797	-3.444	-7.119	-0.276	-0.142	0.322
O	7.053	-7.619	-3.951	-0.231	-0.411	0.184
O	-5.36	-0.021	-0.512	0.008	0.002	-0.367
O	27.371	3.029	-3.641	0.014	-0.436	-0.373
O	-4.228	-4.237	23.384	0.152	0.313	0.071
O	-2.385	1.61	-3.54	-0.454	-0.422	-0.063
O	24.443	-2.653	-0.52	-0.057	-0.021	-0.404
O	12.379	3.698	-1.269	0.13	-0.45	-0.109
O	-28.475	1.658	-1.5	-0.013	0.447	-0.485
O	24.353	-7.861	-3.612	0.392	0.279	-0.131
O	-12.71	-4.43	25.367	-0.045	0.19	0.249
O	-1.398	-3.224	-0.914	0.319	0.295	-0.419
O	-6.305	6.87	-1.365	-0.252	0.35	-0.575
O	29.836	8.139	-0.34	0.156	-0.301	0.346
O	32.071	1.051	-1.067	0.234	0.23	-0.243
O	24.073	-5.031	25.145	0.147	0.028	0.381
O	4.768	0.192	-3.367	-0.118	-0.129	-0.393
O	-8.116	-2.71	-0.349	-0.043	0.092	-0.586
O	31.729	-1.005	-2.687	-0.304	0.333	-0.467
O	17.359	4.818	-4.309	0.583	-0.462	-0.038
O	2.926	2.522	-0.127	-0.072	0.111	-0.072
O	18.405	5.001	22.775	0.066	-0.046	-0.06
O	16.986	1.741	24.832	-0.108	-0.567	-0.269
O	29.491	1.771	-5.632	0.185	-0.013	0.179
O	14.984	1.521	23.206	0.007	-0.475	0.6
O	30.566	-5.767	-4.037	-0.149	-0.286	0.291
O	27.058	1.821	-6.7	0.214	0.336	-0.111
O	-32.57	-5.191	-0.762	0.636	-0.18	0.231
O	-9.12	3.332	-1.4	-0.423	-0.036	-0.421
O	23.716	-0.903	22.949	0.015	-0.499	0.118
O	2.688	7.273	-1.077	-0.328	-0.241	-0.065
O	21.321	-4.319	-4.4	0.404	-0.3	0.589
O	-26.551	2.252	24.88	0.581	-0.2	0.162
O	17.395	-4.2	-2.452	0.298	-0.393	0.027
O	-32.543	-2.683	25.325	0.025	0.064	0.74
O	5.297	-5.367	-0.282	-0.118	0.2	-0.306
O	14.624	-1.543	23.934	0.09	0.738	0.224
O	15.366	6.218	25.624	0.025	0.135	0.608
O	-15.611	-6.522	-1.691	0.223	-0.45	-0.332
O	12.49	0.276	-2.475	0.094	-0.257	0.018
O	-0.8	6.278	23.2	0.268	-0.123	0.389
O	9.122	-4.755	23.669	-0.003	0.065	0.472
O	15.209	-3.605	-1.296	0.242	0.358	-0.171
O	10.911	5.664	-0.462	-0.268	-0.244	-0.395
O	15.357	7.541	-1.436	-0.3	-0.059	-0.223
O	-9.515	-6.633	-1.513	0.361	-0.48	-0.227
O	0.053	-5.285	-0.249	-0.002	-0.005	-0.514
O	13.294	-2.572	-0.182	0.066	0.021	-0.394
O	3.979	7.641	25.746	0.265	0.452	-0.08
O	-0.57	-1.453	25.408	-0.284	0.371	-0.252
O	7.637	-5.214	-2.862	-0.242	0.286	-0.314
O	16.24	-0.071	-0.452	-0.131	-0.014	-0.734
O	4.574	0.651	-0.865	-0.134	0.23	-0.037
O	19.027	2.735	-0.505	0.212	0.043	-0.155
O	8.054	-1.209	-4.436	-0.453	0.143	0.475
O	8.324	2.819	-3.875	0.005	-0.056	0.57
O	-14.108	-2.762	-3.771	0.501	0.002	0.086
O	10.74	2.583	22.207	0.034	-0.151	0.134
O	-3.79	4.16	-4.554	0.63	-0.118	0.102
O	13.827	6.923	-4.799	0.278	-0.111	0.063
O	16.729	-2.979	-6.254	0.622	-0.425	-0.338
O	17.357	4.448	-1.597	-0.352	-0.279	-0.186
O	13.478	4.415	25.905	-0.227	0.235	0.54
O	-18.332	0.114	-4.329	0.182	0.162	0.35
O	24.066	2.955	-0.791	0.162	-0.174	0.287
O	31.805	6.29	-6.501	-0.46	0.029	0.041
O	-30.956	2.853	-4.274	0.071	0.294	0.463
O	20.581	6.585	-1.537	-0.158	0.165	-0.274
O	-29.83	-2.765	-0.236	0.025	-0.056	-0.399
O	3.975	6.903	23.287	0.345	0.406	0.191
O	4.886	-4.095	26.208	0.303	0.462	-0.297
O	29.353	6.159	24.987	-0.326	-0.27	0.306
O	-26.104	-6.755	-1.157	-0.369	0.256	0.235
O	-0.533	4.43	-5.776	-0.011	-0.46	-0.111
O	-23.256	-4.028	25.876	0.182	-0.008	0.479
O	16.386	-2.831	25.332	0.257	-0.245	0.037
O	15.788	-5.403	-5.4	0.436	-0.206	-0.615
O	-5.756	2.319	-4.768	0.14	-0.548	0.278
O	6.984	1.285	24.709	-0.088	-0.444	0.429
O	-6.541	4.729	-2.88	-0.212	-0.38	-0.011
O	-12.28	1.347	-1.511	0.036	-0.287	-0.007
O	31.117	3.929	-5.596	-0.142	0.363	-0.09
O	-28.871	6.869	-6.271	0.366	0.322	0.182
O	3.218	0.054	25.566	-0.081	-0.363	-0.313
O	-23.086	1.657	25.848	-0.006	0.649	-0.21
O	4.416	-7.117	-5.415	-0.4	-0.571	-0.252
O	4.187	-6.157	24.789	-0.375	-0.508	0.523
O	-1.811	-7.571	-6.037	0.175	0.542	0.136
O	-30.039	2.762	-6.724	0.354	0.162	-0.567
O	32.583	-5.21	25.838	-0.787	-0.409	-0.025
O	-14.025	3.054	-0.502	-0.121	0.018	-0.248
O	22.881	-6.252	-5.125	0.287	0.241	0.031
O	-6.477	-3.142	-6.836	0.512	-0.474	-0.187
O	5.402	-2.697	22.047	-0.06	-0.094	0.399
O	13.181	1.975	25.19	-0.004	-0.263	-0.441
O	1.421	1.474	24.29	-0.198	-0.458	-0.101
O	27.31	-8.066	25.005	0.134	-0.587	0.273
O	8.909	-5.295	26.251	-0.222	-0.413	0.401
O	-26.839	-0.103	-0.736	-0.236	0.162	0.171
O	-19.247	2.426	25.65	-0.323	-0.295	0.03
O	-9.411	4.184	26.026	0.103	0.027	0.427
O	-31.357	-3.277	-5.398	-0.008	0.397	-0.21
O	-31.575	4.719	-5.973	0.098	0.214	-0.155
O	-22.031	5.715	-0.393	0.075	0.17	0.001
O	28.544	5.302	-3.043	0.495	0.382	-0.295
O	13.133	-3.201	25.316	0.289	0.025	-0.038
O	-26.43	-7.739	-5.938	-0.091	-0.145	-0.191
O	2.486	5.256	22.076	0.121	0.106	0.565
O	6.714	-5.365	24.869	0.063	0.218	0.009
O	-14.45	7.144	-3.377	-0.309	-0.441	0.095
O	10.063	6.187	-6.36	-0.275	-0.203	0.361
O	22.967	1.328	24.102	-0.105	-0.213	0.242
O	-21.72	7.169	-5.132	0.374	0.326	-0.525
O	-20.194	3.968	-1.428	-0.283	-0.198	-0.011
O	-18.031	-3.507	25.246	-0.341	-0.095	0.062
O	7.294	6.476	-5.418	0.682	-0.226	-0.309
O	1.366	3.856	-1.495	-0.275	0.385	-0.339
O	-19.644	-7.377	-0.892	0.078	-0.104	-0.104
O	-25.523	-0.981	22.911	0.255	0.34	0.161
O	-21.59	-5.593	-0.43	0.189	-0.076	-0.586
O	-29.665	-4.404	-3.555	-0.342	-0.353	-0.212
O	-24.264	3.723	-3.201	-0.315	0.461	0.03
O	9.371	-3.473	-3.522	0.056	-0.081	-0.372
O	-13.051	-1.923	24.683	0.46	0.485	0.584
O	14.708	0.702	-4.007	0.867	-0.031	0.018
O	11.155	-1.141	-0.799	-0.317	-0.258	-0.078
O	-14.98	6.882	-5.989	-0.211	-0.503	-0.029
O	0.576	-3.77	25.352	0.123	-0.172	0.082
O	19.076	-4.156	-5.669	-0.496	-0.003	0.132
O	-1.093	6.6	-1.461	0.277	-0.573	-0.248
O	27.117	7.468	-3.015	-0.19	0.076	-0.069
O	-11.284	-4.929	-0.998	-0.027	-0.387	-0.088
O	-26.318	-7.73	25.605	-0.208	-0.455	-0.262
O	-11.948	8.062	-3.224	0.232	-0.181	0.053
O	-24.657	-1.236	-1.527	0.399	0.074	0.046
O	-4.187	-6.86	23.281	-0.294	-0.282	0.658
O	-31.262	7.843	-6.534	0.088	0.18	0.206
O	10.063	1.072	-1.486	0.24	-0.028	-0.592
O	-27.799	-0.26	-3.174	-0.182	0.426	-0.441
O	0.24	-1.345	-6.038	-0.038	-0.043	0.627
O	-12.735	6.223	-1.571	-0.419	-0.452	-0.471
O	-24.659	-6.013	-3.214	0.466	-0.003	0.473
O	-3.133	3.299	-1.486	-0.347	0.217	-0.382
O	22.295	7.467	-4.945	-0.716	0.148	-0.097
O	-29.084	4.597	-5.016	0.161	-0.146	0.391
O	18.438	0.064	26.105	-0.171	-0.11	-0.249
O	-13.461	6.648	26.169	-0.101	0.56	-0.202
O	-22.926	-4.509	-4.276	0.44	0.053	-0.513
O	24.898	3.411	-7.204	0.002	-0.105	-0.414
O	-15.376	-3.473	-6.082	0.239	0.052	0.033
O	15.06	-5.555	-2.901	-0.145	-0.296	0.434
O	-16.852	-0.135	-6.975	0.042	-0.229	0.166
O	-4.644	-6.508	-1.217	-0.043	-0.142	-0.375
O	-29.778	-1.839	-3.864	-0.431	0.512	0.265
O	-3.072	-4.488	-5.576	0.053	-0.559	-0.045
O	-3.414	-1.547	-1.342	-0.051	0.26	-0.318
O	-3.242	-5.696	25.413	-0.117	-0.285	0.136
O	31.788	2.598	25.738	0.402	-0.355	-0.031
O	17.157	3.103	-6.241	-0.069	-0.482	0.231
O	-21.91	-0.507	24.911	-0.008	0.172	0.128
O	25.377	6.039	-7.198	0.074	-0.297	-0.58
O	-11.675	3.1	25.384	-0.338	-0.038	-0.466
O	3.978	-2.887	-5.207	0.18	0.005	0.106
O	21.017	-0.286	-3.407	-0.572	-0.106	0.144
O	-8.355	6.205	24.782	-0.113	0.475	-0.094
O	4.832	5.63	-6.125	-0.382	0.145	0.275
O	6.651	-7.673	-6.618	0.313	-0.203	-0.471
O	5.793	5.476	-3.63	0.139	0.35	-0.06
O	-16.993	-5.36	-3.641	-0.243	0.2	-0.428
O	-9.04	0.703	-1.857	-0.243	0.081	0.032
O	-18.002	6.977	25.806	-0.384	-0.166	0.305
O	-4.111	-7.176	-4.699	-0.121	0.507	0.617
O	-10.348	2.526	-6.068	-0.033	0.111	-0.073
O	-19.446	2.18	-3.283	-0.384	0.038	0.084
O	1.417	4.186	-4.02	0.058	-0.233	-0.507
O	14.877	4.4	-5.153	-0.38	-0.529	-0.127
O	19.01	2.623	26.237	0.133	0.035	0.062
O	3.554	5.138	25.232	-0.19	-0.187	0.051
O	8.858	-0.627	24.814	0.302	-0.11	-0.13
O	-5.51	-0.791	-6.249	-0.186	0.526	0.193
O	19.618	-2.225	25.425	-0.188	0.322	-0.081
O	5.572	2.555	-3.823	0.015	0.252	0.164
O	0.656	-8.144	-2.582	-0.056	0.251	-0.356
O	22.483	-1.082	-1.316	0.042	-0.343	-0.228
O	6.801	-7.163	-1.366	0.301	-0.697	-0.152
O	-30.39	5.476	25.075	-0.293	-0.034	0.033
O	-29.132	-6.199	25.02	0.422	0.135	-0.133
O	-24.395	7.148	-5.197	0.004	-0.499	0.04
O	21.601	5.307	-3.703	-0.159	-0.343	-0.112
O	-28.577	3.879	24.126	-0.113	-0.019	0.524
O	-9.758	3.607	23.515	0.274	-0.049	0.157
O	9.905	7.862	-1.538	-0.418	-0.002	-0.179
O	-10.591	-2.893	24.607	0.339	-0.249	-0.18
O	14.684	6.729	23.144	-0.269	-0.278	0.114
O	-12.35	-3.866	22.929	-0.485	-0.229	0.163
O	-1.087	1.806	-1.341	0.411	-0.213	-0.161
O	19.508	4.991	25.168	-0.097	-0.083	0.371
O	17.539	6.876	-2.611	0.379	0.242	-0.208
O	15.411	-0.735	-6.103	-0.337	-0.264	0.303
O	6.126	4.011	-1.448	-0.079	-0.238	-0.394
O	-10.726	-6.993	22.599	-0.108	-0.083	0.101
O	-5.662	5.982	-4.967	-0.065	0.687	-0.405
O	-10.276	-1.369	-1.121	-0.477	-0.259	0.004
O	-31.674	-0.239	25.418	0.006	0.449	-0.154
O	26.92	8.07	-6.334	0.09	-0.413	-0.111
O	1.493	0.922	-6.552	0.108	0.208	0.158
O	19.266	-4.824	25.575	-0.621	-0.064	-0.295
O	5.747	-5.278	-6.801	0.406	0.172	0.36
O	-27.16	-0.863	24.97	-0.478	0.226	-0.255
O	7.134	1.177	-5.451	-0.054	0.125	-0.078
O	-11.515	-7.466	-5.648	-0.339	0.322	-0.073
O	10.317	-0.999	-3.233	-0.024	0.065	-0.222
O	18.019	-6.78	23.277	0.163	0.502	0.259
O	8.786	0.955	22.832	-0.152	0.211	0.233
O	28.688	-0.975	25.891	-0.296	-0.445	0.006
O	-27.439	5.678	-0.281	-0.17	-0.004	-0.505
O	29.548	1.286	24.966	-0.282	0.197	0.449
O	-30.885	-4.328	24.184	0.182	0.344	-0.349

Results
total energy: -406615.597 eV
total energy less fixed offsets of O -438.25, Si -107.07 eV per atom: -2.797 eV
